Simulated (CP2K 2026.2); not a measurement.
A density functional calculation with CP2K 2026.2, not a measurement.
Periodic cell of 2016 atoms, Si1440O576, from a study of silicon, its oxide and their interface. The atomic structure is a simulated model.
Doubt: the forces sum to 4.62 eV/angstrom along one axis rather than to zero, so they err by at least 0.0023 eV/angstrom per atom on average; the grid cutoff is modest.

Settings
functional: PBE
method: Gaussian and plane waves
basis set: DZVP-MOLOPT-SR-GTH
pseudopotentials: GTH-PBE
grid cutoff: 350 Ry, relative cutoff 50 Ry
k points: Gamma only
occupations: fixed
spin: none
net charge: 0

Cell vectors (angstrom)
a 65.28 0 0
b 0 16.32 0
c -5.7168 -0.5218 33.1886

Atoms and the computed forces on them: element, x, y, z (angstrom), force x, y, z (eV/angstrom)
Si 1.596 14.835 0.159 -0.289 0.192 0.642
Si 3.627 1.818 0.082 0.34 -0.344 0.723
Si 1.363 3.98 0.418 -0.098 0.325 0.683
Si 4.256 6.661 0.258 -0.192 0.087 0.743
Si 1.123 9.768 0.192 0.152 -0.245 0.757
Si -1.936 11.965 33.184 0.274 -0.284 0.65
Si 0.788 14.494 33.15 0.242 -0.078 0.782
Si 9.685 1.055 0.044 -0.07 0.141 0.689
Si 6.44 4.426 0.136 0.125 -0.159 0.719
Si 9.273 7.003 0.224 0.118 -0.22 0.726
Si 6.982 9.187 0.142 -0.146 0.373 0.701
Si 58.385 12.564 0.053 0.336 -0.333 0.634
Si 61.165 15.416 0.357 -0.013 -0.217 0.613
Si 63.729 1.799 0.469 0.066 -0.159 0.695
Si 61.472 3.97 0.309 -0.218 0.157 0.688
Si 63.669 7.005 0.275 0.287 -0.142 0.75
Si 61.56 9.347 0.237 -0.242 0.146 0.728
Si 64.296 12.045 0.364 -0.192 0.024 0.792
Si 2.694 0.116 1.444 0.004 0.002 -0.038
Si 5.344 2.776 1.373 -0.01 -0.019 -0.054
Si 2.671 5.53 1.555 0.024 -0.005 -0.051
Si 5.448 8.162 1.564 -0.007 -0.012 -0.046
Si 2.74 10.91 1.417 0 0.032 -0.046
Si 5.355 13.582 1.382 -0.016 0.009 -0.072
Si 8.067 16.238 1.291 -0.025 0.018 -0.04
Si 59.912 2.781 1.588 0.011 -0.015 -0.067
Si 8.083 5.432 1.463 -0.017 -0.005 -0.075
Si 59.857 8.278 1.481 0.013 -0.01 -0.042
Si 8.173 10.941 1.219 0.007 0.012 -0.062
Si 59.963 13.679 1.411 0.031 -0.009 -0.039
Si 62.599 0.211 1.744 0.018 0.004 -0.026
Si -0.03 2.832 1.834 0.004 0.019 -0.041
Si 62.55 5.515 1.656 0.011 -0.004 -0.039
Si 0 8.183 1.508 -0.006 0.018 -0.06
Si 62.642 10.919 1.576 0 -0.002 -0.08
Si 0.082 13.699 1.57 0.011 0.018 -0.035
Si 1.351 1.343 2.953 0.026 -0.019 0.021
Si 4.04 4.099 2.846 0.017 0.01 0.04
Si 1.351 6.883 2.903 -0.033 -0.017 0.016
Si 4.074 9.57 2.814 -0.027 -0.008 0
Si 1.437 12.285 2.869 -0.006 -0.027 0.042
Si 4.061 15.013 2.765 -0.017 -0.028 0.035
Si 6.748 1.353 2.66 0.005 0.002 0.014
Si 9.465 4.031 2.737 0.026 0.007 0.003
Si 6.796 6.788 2.891 -0.002 -0.003 0.035
Si 9.495 9.578 2.713 -0.043 0.001 -0.008
Si 6.798 12.23 2.669 0.029 0.02 0.008
Si 58.511 15.012 2.761 0.005 0.045 0.013
Si 61.206 1.502 3.066 -0.037 -0.002 0.037
Si 63.891 4.223 3.073 -0.025 0.009 0.027
Si 61.142 6.889 2.901 -0.01 0.009 0.029
Si 63.951 9.53 2.925 0.023 0.002 0.041
Si 61.24 12.312 2.833 -0.008 -0.002 0.009
Si 63.952 15.022 2.911 -0.003 -0.007 0.013
Si 0.005 0.013 4.306 0.005 0.003 0.018
Si 2.724 2.737 4.239 0.002 0.013 -0.011
Si 0.024 5.556 4.327 0.002 0.008 -0.003
Si 2.727 8.233 4.214 0.011 0.005 0.008
Si 0.039 10.927 4.223 0.018 0.016 -0.013
Si 2.761 13.659 4.202 0.002 0.016 0.003
Si 5.443 0.021 4.11 -0.002 -0.002 0.005
Si 8.106 2.677 4.08 -0.016 -0.009 0.005
Si 5.413 5.433 4.209 -0.01 0.003 0.005
Si 8.174 8.201 4.136 0.013 -0.011 -0.01
Si 5.466 10.916 4.122 0.006 0.026 0.001
Si 8.128 13.572 4.086 0.003 -0.005 0.002
Si 59.808 0.034 4.233 0.005 -0.002 -0.017
Si 62.557 2.836 4.393 0.003 -0.014 0.023
Si 59.784 5.498 4.203 0.015 -0.012 0.005
Si 62.547 8.206 4.26 0.005 0.002 -0.012
Si 59.87 10.973 4.207 0.017 -0.008 0.006
Si 62.574 13.649 4.223 0.002 0.003 0.021
Si 1.388 14.936 16.367 -0.003 -0.007 -0.001
Si 4.151 1.389 16.267 0 -0.008 -0.019
Si 1.417 4.112 16.396 0.017 -0.008 0.006
Si 4.152 6.775 16.368 0.003 -0.006 0.001
Si 1.394 9.495 16.395 -0.013 0.005 -0.002
Si 4.134 12.193 16.318 -0.018 -0.01 -0.014
Si 6.891 14.92 16.238 -0.009 -0.005 -0.014
Si 58.516 1.365 16.51 0.005 0.011 -0.013
Si 6.88 4.073 16.319 0.009 0.001 -0.007
Si 58.505 6.83 16.514 -0.001 0.005 -0.001
Si 6.864 9.482 16.328 -0.003 0.003 -0.005
Si 58.51 12.264 16.509 -0.006 -0.001 0.005
Si 61.219 14.994 16.485 0.006 0.005 -0.01
Si -1.365 1.342 16.435 -0.003 -0.017 -0.006
Si 61.21 4.082 16.496 0.004 -0.003 -0.005
Si -1.345 6.786 16.477 0.01 -0.019 -0.003
Si 61.222 9.53 16.532 0.007 0.003 -0.005
Si -1.346 12.221 16.437 -0.027 -0.006 -0.003
Si 2.85 -0.016 17.587 -0.002 0.024 0.001
Si 5.474 2.753 17.65 -0.016 -0.011 -0.01
Si 2.811 5.448 17.776 -0.003 -0.007 -0.003
Si 5.548 8.107 17.707 0.005 0.001 0.019
Si 2.786 10.85 17.707 0.025 0.011 0.02
Si 5.601 13.509 17.58 0.017 0.002 -0.006
Si 8.193 -0.016 17.605 0.004 -0.014 0.023
Si 59.913 2.681 17.894 0.009 -0.009 -0.01
Si 8.257 5.405 17.687 -0.034 -0.021 0.018
Si 59.859 8.175 17.921 0.014 -0.004 -0.004
Si 8.248 10.819 17.675 0.006 0.01 0.01
Si 59.862 13.657 17.863 0.003 0.009 0.009
Si -2.713 0.02 17.885 -0.005 0.02 -0.001
Si 0.047 2.716 17.691 -0.012 -0.003 0.012
Si -2.725 5.445 17.866 -0.009 -0.009 0.015
Si 0.046 8.153 17.796 -0.01 0.015 0
Si -2.66 10.879 17.879 -0.002 0.007 0.004
Si 0.012 13.596 17.756 0.007 0.009 0
Si 1.517 1.363 18.911 0.014 0.007 -0.032
Si 4.215 4.103 19.125 0.015 0.01 -0.009
Si 1.454 6.823 19.13 0.018 0.006 -0.002
Si 4.191 9.488 19.034 0.016 -0.009 -0.027
Si 1.402 12.214 19.039 0.002 -0.025 -0.012
Si 4.286 14.926 18.835 0.007 0.01 -0.037
Si 6.817 1.363 18.939 -0.015 -0.003 -0.031
Si 58.561 4.053 19.222 -0.015 0.019 -0.022
Si 6.917 6.75 19.095 -0.003 0.025 -0.028
Si 58.493 9.527 19.313 -0.015 -0.002 -0.003
Si 6.914 12.189 19.037 -0.017 0.013 -0.012
Si 9.511 14.911 18.944 -0.008 -0.023 -0.035
Si 61.235 1.336 19.369 -0.014 -0.001 0.004
Si -1.337 3.995 19.104 -0.006 -0.038 -0.023
Si 61.216 6.814 19.305 0.02 -0.012 -0.014
Si -1.289 9.468 19.233 -0.027 -0.01 -0.021
Si 61.258 12.306 19.196 0.007 0.005 -0.028
Si -1.309 14.96 19.172 -0.001 -0.042 -0.007
Si 0.252 -0.015 20.285 -0.004 -0.003 0.054
Si 2.826 2.678 20.352 0.011 -0.022 0.04
Si 0.043 5.402 20.341 -0.013 -0.006 0.041
Si 2.853 8.189 20.471 0 0.009 0.062
Si 0.139 10.844 20.512 0.022 0.014 0.023
Si 2.954 13.576 20.13 0.017 -0.011 0.022
Si 5.544 -0.07 20.29 0.004 0.017 0.042
Si 8.215 2.709 20.232 -0.01 0.003 0.054
Si 5.573 5.446 20.551 -0.014 -0.007 0.038
Si 8.327 8.043 20.498 0.007 -0.017 0.045
Si 5.633 10.773 20.393 0.008 -0.019 0.056
Si 8.211 13.578 20.412 -0.013 0.014 0.057
Si 59.839 0.018 20.815 -0.038 -0.008 0.059
Si -2.543 2.638 20.673 0.028 0.007 0.049
Si 59.927 5.355 20.677 0.005 -0.011 0.029
Si -2.678 8.171 20.7 0.006 0.016 0.03
Si 59.886 10.972 20.581 0.015 0.013 0.048
Si -2.658 13.643 20.616 -0.022 0.022 0.051
Si 1.883 15.105 21.468 -0.099 0.023 -0.715
Si 3.963 1.037 21.582 0.056 0.155 -0.69
Si 1.261 3.882 21.6 0.137 0.045 -0.73
Si 4.417 7.093 21.828 -0.111 -0.265 -0.745
Si 1.856 9.846 21.816 -0.283 -0.237 -0.7
Si 4.068 12.075 21.508 0.241 0.059 -0.727
Si 7.076 15.197 21.735 -0.134 -0.26 -0.733
Si 57.991 1.16 21.882 0.358 0.028 -0.713
Si 7.27 4.266 21.708 -0.253 -0.006 -0.707
Si 58.295 6.469 21.985 0.092 0.144 -0.656
Si 6.743 9.191 21.796 0.146 0.211 -0.801
Si 9.864 12.357 21.539 -0.242 0.011 -0.733
Si 61.075 14.709 22.103 0.078 0.194 -0.689
Si -0.71 1.504 21.747 -0.306 -0.023 -0.681
Si -3.629 4.277 21.994 -0.182 -0.144 -0.7
Si -1.403 6.509 21.801 0.017 0.168 -0.653
Si 61.482 9.919 21.922 -0.135 -0.357 -0.661
Si -1.424 12.012 21.789 0.123 0.239 -0.789
Si 54.34 11.899 30.742 -0.064 0.051 0.03
Si 1.78 1.395 26.163 0.091 -0.01 0.112
Si -0.138 6.772 24.58 0.092 0.084 -0.162
Si 4.618 9.266 26.258 -0.099 0.006 0.085
Si 54.512 7.186 29.334 -0.16 0.079 0.11
Si 1.581 3.77 30.37 0.023 -0.055 0.062
Si 58.356 10.423 28.827 0.039 0.046 0.098
Si 59.618 15.672 25.946 -0.063 -0.226 0.015
Si 53.091 2.1 30.598 0.065 -0.045 0.189
Si -0.51 4.682 28.348 -0.105 0.03 -0.067
Si 59.331 3.179 29.027 -0.003 0.008 0.006
Si -1.033 -0.282 31.09 -0.014 -0.071 -0.064
Si 58.783 9.022 26.217 -0.044 0.094 -0.019
Si 1.757 11.872 26.12 0.069 -0.034 -0.07
Si -1.357 11.364 30.051 -0.055 0.118 0.112
Si 54.78 14.296 28.752 0.067 -0.073 0.054
Si -3.019 15.521 25.016 0.023 -0.049 -0.179
Si -4.11 11.846 29.008 -0.053 0.032 -0.021
Si -3.387 7.324 31.309 -0.053 -0.005 0.182
Si 56.775 2.387 27.345 0.04 0.017 0.03
Si -2.628 6.821 28.452 0.077 -0.174 0.013
Si 0.733 13.147 28.638 -0.02 -0.008 0.103
Si 51.928 8.828 28.82 0.095 -0.09 0.058
Si 0.445 13.46 23.773 0.032 -0.033 -0.094
Si 53.438 6.251 26.877 -0.06 0.042 0.061
Si -3.687 14.55 30.465 0.062 0.088 0.092
Si 57.403 13.144 28.548 -0.018 0.071 -0.033
Si 54.685 11.471 25.462 -0.041 0.041 0.097
Si -2.801 7.926 25.685 -0.097 0.025 -0.041
Si 59.406 15.287 28.761 0.009 0.058 0.081
Si 3.158 5.174 23.743 -0.018 0.027 0.052
Si 1.261 4.528 25.831 0.016 0.019 0.052
Si 2.15 12.533 31.079 0.098 0.046 -0.009
Si 55.93 9.559 30.412 0.011 0.067 0.091
Si 60.545 3.781 24.911 0.048 0.035 -0.095
Si -0.398 -0.048 24.5 0.149 0.153 -0.02
Si 58.385 0.817 30.803 0.026 0.08 0.086
Si 54.001 3.356 26.629 -0.036 -0.073 0.112
Si 53.066 13.75 26.501 0.033 -0.067 -0.087
Si 58.363 1.655 24.839 -0.022 0.019 -0.11
Si -4.067 10.262 24.864 -0.037 0.056 -0.077
Si 1.962 9.023 24.87 0.003 0.089 -0.101
Si 51.449 2.204 28.265 0.103 0.082 -0.05
Si 56.822 13.098 31.649 0.01 0.071 0.176
Si 8.145 11.069 23.766 -0.031 -0.004 -0.109
Si 59.608 5.097 31.349 0.007 -0.018 0.087
Si -4.147 13.091 26.03 -0.065 -0.019 0.037
Si 54.016 4.849 31.269 0.056 -0.099 0.156
Si 59.703 6.69 24.775 0.094 -0.008 -0.053
Si 55.713 0.763 29.615 -0.016 -0.057 -0.081
Si 5.349 2.939 23.606 0.027 -0.1 -0.178
Si -3.358 4.067 27.583 0.029 0.055 0.129
Si 0.926 9.726 30.58 0.085 -0.057 0.061
Si 5.857 13.303 23.759 -0.003 0.066 -0.129
Si 1.381 14.961 5.6 -0.004 -0.018 0.009
Si 4.103 1.357 5.535 -0.011 -0.013 -0.002
Si 1.37 4.11 5.598 0.001 -0.01 0.014
Si 4.069 6.823 5.546 -0.002 -0.007 0.003
Si 1.374 9.57 5.59 -0.003 -0.002 0.001
Si 4.122 12.272 5.516 -0.005 -0.001 0.01
Si 6.794 14.955 5.46 0.007 0.01 -0.004
Si 9.481 1.335 5.457 0.003 0.016 0.009
Si 6.791 4.045 5.499 -0.002 -0.011 -0.003
Si 9.485 6.791 5.5 -0.001 0.005 0.008
Si 6.797 9.534 5.49 0.007 0.002 0.012
Si 9.519 12.229 5.434 -0.014 -0.015 -0.001
Si 61.193 15.001 5.573 0.001 -0.004 0.005
Si 63.927 1.4 5.642 -0.003 0.001 0.012
Si 61.136 4.18 5.639 0.003 0.022 0.011
Si 63.902 6.876 5.646 -0.007 0.007 0
Si 61.197 9.591 5.581 -0.007 0.005 0.014
Si 63.932 12.275 5.57 -0.002 -0.001 0.006
Si 2.741 0.017 6.919 0.003 0.002 0.002
Si 5.451 2.709 6.89 0.009 -0.004 0.001
Si 2.728 5.471 6.932 -0.002 0.004 -0.008
Si 5.448 8.178 6.873 -0.002 0.003 -0.005
Si 2.754 10.926 6.903 0.007 0.01 0.001
Si 5.463 13.619 6.874 0.01 -0.006 -0.005
Si 8.151 -0.022 6.834 0.002 0 -0.002
Si 10.864 2.663 6.83 0.004 -0.002 -0.004
Si 8.139 5.423 6.851 -0.002 0.012 -0.006
Si 10.893 8.14 6.805 0.001 0.002 0.001
Si 8.177 10.877 6.827 0.001 0.005 0.001
Si 10.881 13.572 6.796 -0.001 -0.004 -0.002
Si 62.545 0.029 6.953 0.006 0.006 -0.001
Si 0.012 2.76 6.969 0.002 -0.004 0.002
Si 62.536 5.506 6.981 -0.005 0 0.005
Si 0.004 8.226 6.963 -0.008 -0.001 0
Si 62.566 10.928 6.94 0.007 -0.004 -0.007
Si 0.004 13.617 6.943 0.01 -0.001 0
Si 1.376 1.373 8.287 0.004 0.006 -0.009
Si 4.094 4.081 8.249 -0.001 -0.003 -0.007
Si 1.355 6.823 8.285 -0.002 -0.008 -0.008
Si 4.094 9.533 8.242 -0.007 -0.001 -0.007
Si 1.372 12.253 8.279 -0.008 0.002 -0.004
Si 4.096 14.96 8.252 -0.003 0.001 -0.011
Si 6.811 1.336 8.219 -0.004 0.002 -0.007
Si 9.527 4.058 8.178 0.01 0 -0.01
Si 6.798 6.79 8.213 -0.009 -0.019 0.001
Si 9.536 9.497 8.168 -0.008 -0.004 -0.007
Si 6.825 12.234 8.201 0.01 0.014 -0.007
Si 9.532 14.933 8.167 0 0.005 -0.002
Si 61.176 1.4 8.288 -0.003 -0.003 -0.003
Si -1.376 4.115 8.305 -0.009 -0.012 -0.004
Si 61.178 6.866 8.316 0.009 0.01 0.001
Si -1.367 9.568 8.312 0.008 0.007 0.003
Si 61.19 12.279 8.285 0.004 -0.003 -0.004
Si -1.364 14.98 8.293 -0.008 -0.01 -0.009
Si 0.001 0.019 9.64 0.005 0 -0.001
Si 2.735 2.735 9.626 0.001 -0.002 0.001
Si -0.006 5.468 9.65 -0.002 0.006 0
Si 2.731 8.181 9.613 0 0.005 0.001
Si 0.008 10.909 9.652 0.003 -0.001 0.001
Si 2.731 13.612 9.62 -0.001 0 -0.001
Si 5.456 -0.005 9.596 -0.001 -0.004 0.006
Si 8.181 2.703 9.549 -0.005 -0.006 0
Si 5.454 5.44 9.589 -0.007 0.007 0.004
Si 8.186 8.141 9.542 0.008 0.003 0.002
Si 5.469 10.883 9.578 0.002 0.005 0.001
Si 8.187 13.583 9.548 0.004 -0.007 0.003
Si 59.83 0.032 9.647 -0.001 0.004 0.003
Si 62.543 2.748 9.654 0.005 0 0.005
Si 59.83 5.48 9.659 0.012 -0.003 -0.001
Si 62.554 8.204 9.671 0 0.005 0.004
Si 59.842 10.91 9.646 0.005 -0.003 0.001
Si 62.555 13.624 9.651 0.006 0.011 0.004
Si 1.363 14.967 10.983 -0.004 0.005 -0.005
Si 4.096 1.356 10.958 0 0.002 -0.002
Si 1.363 4.09 10.982 0.003 -0.01 -0.004
Si 4.092 6.8 10.943 -0.006 -0.012 -0.003
Si 1.364 9.524 10.984 -0.009 0.002 -0.003
Si 4.097 12.228 10.944 -0.011 0.005 -0.003
Si 6.827 14.937 10.916 0.001 0.005 -0.001
Si 9.555 1.331 10.873 0.009 -0.003 -0.005
Si 6.829 4.067 10.914 0.001 0 -0.001
Si 9.559 6.773 10.88 -0.002 -0.007 -0.002
Si 6.832 9.499 10.908 -0.006 -0.003 -0.002
Si 9.553 12.204 10.876 -0.001 0.009 -0.004
Si 61.197 14.988 11.005 0 -0.006 -0.002
Si -1.369 1.377 10.998 -0.002 0 -0.004
Si 61.193 4.116 11.019 -0.001 -0.001 0.003
Si -1.367 6.822 11.014 -0.002 -0.004 0.003
Si 61.192 9.554 11.03 0.01 0.002 0.003
Si -1.365 12.257 11.008 0.011 -0.005 -0.002
Si 2.727 0.009 12.324 -0.002 -0.004 0
Si 5.475 2.717 12.282 -0.003 -0.002 0.007
Si 2.734 5.454 12.315 0 0.011 0.002
Si 5.474 8.146 12.276 -0.007 -0.001 0.004
Si 2.742 10.873 12.318 0.001 -0.002 -0.001
Si 5.464 13.585 12.28 0.003 -0.007 0.002
Si 8.208 -0.024 12.24 -0.002 0.011 0.002
Si 10.922 2.695 12.207 0 -0.005 -0.003
Si 8.204 5.423 12.252 0.003 0 0.008
Si 10.935 8.12 12.227 0.005 0.007 0.003
Si 8.208 10.846 12.249 0.009 0.009 0.005
Si 10.935 13.549 12.21 0.002 0.002 -0.001
Si 62.558 0.02 12.37 0.005 0 0.005
Si -0.004 2.737 12.345 -0.001 -0.003 -0.001
Si 62.559 5.464 12.387 0.011 0.002 0.004
Si 0.003 8.176 12.359 0.012 0.004 0.005
Si 62.563 10.901 12.388 -0.002 0.007 0.006
Si 0.005 13.609 12.351 -0.004 0.003 0.001
Si 1.356 1.366 13.687 -0.005 0.009 -0.002
Si 4.117 4.086 13.635 -0.003 -0.006 -0.001
Si 1.375 6.804 13.69 -0.003 -0.011 0.005
Si 4.107 9.486 13.645 0 0.007 0.003
Si 1.375 12.225 13.678 0.001 0.001 -0.004
Si 4.102 14.948 13.64 -0.018 0.013 0
Si 6.862 1.346 13.598 0.013 -0.017 0
Si 9.577 4.052 13.584 0.001 -0.004 0.004
Si 6.848 6.784 13.614 -0.009 0 -0.001
Si 9.582 9.478 13.59 -0.004 -0.002 0.003
Si 6.833 12.198 13.597 -0.013 0.007 0.002
Si 9.584 14.916 13.555 0.013 -0.017 -0.008
Si 61.203 1.388 13.736 -0.007 0.004 0.001
Si -1.35 4.092 13.73 0.006 -0.012 0.001
Si 61.204 6.817 13.767 0.002 -0.009 0.006
Si -1.361 9.52 13.737 0.002 -0.002 0.004
Si 61.203 12.259 13.753 0.004 0.008 0.001
Si -1.363 14.957 13.716 0.007 -0.005 0.003
Si 0.001 -0.005 15.056 -0.012 0.005 0.002
Si 2.74 2.749 14.989 0.003 0.002 0.006
Si 0.019 5.462 15.072 0.002 0.002 0.006
Si 2.76 8.139 15.035 0.002 0 0.003
Si 0.023 10.877 15.064 0.012 0.005 0.004
Si 2.753 13.58 15.007 0.002 0.002 0
Si 5.502 -0.01 14.942 0 0.007 0.002
Si 8.225 2.702 14.952 -0.004 -0.006 0.004
Si 5.497 5.43 14.982 -0.001 -0.002 0.007
Si 8.224 8.133 14.959 0.002 -0.001 0.005
Si 5.49 10.832 14.971 0.002 0.007 0.005
Si 8.233 13.547 14.9 0.004 0.008 0.002
Si 59.86 0.024 15.11 -0.001 -0.007 0.006
Si 62.567 2.739 15.101 0.003 0.007 0.003
Si 59.846 5.454 15.138 0.002 -0.004 0.005
Si 62.569 8.171 15.136 -0.001 -0.001 0.008
Si 59.868 10.898 15.146 0.009 0.002 -0.002
Si 62.565 13.613 15.112 0.002 0.002 0
Si 17.807 14.682 0.001 -0.157 0.057 0.704
Si 14.241 0.735 32.924 0.42 -0.131 0.605
Si 17.932 3.663 0.094 -0.154 0.211 0.82
Si 14.742 5.982 33.052 -0.181 0.181 0.769
Si 11.597 9.23 33.123 0.048 -0.132 0.726
Si 14.259 11.896 33.044 0.214 -0.059 0.663
Si 17.685 14.106 33.011 -0.21 0.101 0.734
Si 20.399 0.397 32.822 -0.155 0.27 0.739
Si 16.988 3.77 32.987 0.191 -0.161 0.787
Si 25.67 6.953 0.005 0.041 -0.146 0.76
Si 17.591 8.479 32.672 -0.244 0.445 0.651
Si 4.049 11.759 33.154 -0.378 0.079 0.709
Si 12.021 15.273 0.029 0.141 -0.161 0.737
Si 14.673 1.64 0.137 0.115 -0.166 0.748
Si 12.447 3.841 0.175 -0.152 0.064 0.74
Si 14.693 6.772 0.36 0.239 0.005 0.687
Si 12.446 8.88 0.119 -0.123 0.385 0.708
Si 9.413 11.499 33.082 -0.207 0.055 0.693
Si 18.99 16.177 1.333 -0.032 0.01 -0.036
Si 21.664 2.528 0.984 -0.036 0.014 -0.055
Si 19.031 5.328 1.3 0.018 -0.008 -0.05
Si 21.717 8.097 1.041 0.011 -0.029 -0.046
Si 18.914 10.865 1.251 -0.028 -0.009 -0.066
Si 21.703 13.519 1.071 0.007 0.011 -0.049
Si 24.532 16.226 1.1 0.022 -0.018 -0.072
Si 10.806 2.665 1.363 -0.003 -0.008 -0.061
Si 24.386 5.345 1.141 -0.036 0.001 -0.047
Si 10.86 8.035 1.571 0.01 -0.011 -0.021
Si 24.378 10.736 0.937 0.002 -0.04 -0.028
Si 10.914 13.683 1.384 0.033 0.016 -0.037
Si 13.549 0.039 1.407 -0.02 0.001 -0.057
Si 16.299 2.671 1.429 0.002 -0.008 -0.027
Si 13.494 5.318 1.658 0 -0.017 -0.057
Si 16.293 8.135 1.34 0.003 0.023 -0.045
Si 13.533 10.763 1.151 0.013 0.003 -0.096
Si 16.256 13.515 1.309 -0.008 -0.035 -0.034
Si 17.642 1.233 2.698 0.003 0.002 0.013
Si 20.42 3.909 2.553 0.044 -0.004 0.029
Si 17.685 6.741 2.63 -0.026 -0.02 0.005
Si 20.386 9.47 2.471 -0.004 -0.008 0.005
Si 17.633 12.204 2.695 -0.001 -0.008 0.011
Si 20.455 14.867 2.582 0.008 -0.015 0.003
Si 23.113 1.288 2.413 -0.018 -0.004 0.003
Si 25.773 3.963 2.479 0.042 0.039 -0.003
Si 23.064 6.759 2.513 -0.008 -0.006 0.014
Si 25.739 9.551 2.537 -0.028 0.033 0.007
Si 23.063 12.108 2.41 0.01 -0.009 0.016
Si 9.446 14.944 2.723 -0.018 -0.007 0.009
Si 12.177 1.354 2.779 0.016 0.024 0.043
Si 14.993 4.011 2.848 -0.009 0 0.053
Si 12.149 6.69 2.95 -0.001 0.006 0.037
Si 14.9 9.501 2.665 -0.003 -0.006 0.018
Si 12.255 12.176 2.608 0.03 -0.014 0.011
Si 14.92 14.911 2.654 0.018 0.005 -0.001
Si 16.29 16.219 4.052 -0.006 0.013 0.013
Si 19.041 2.632 3.98 -0.02 0.025 -0.015
Si 16.357 5.432 4.083 -0.004 0.006 0.004
Si 19.074 8.112 3.926 0.017 0.003 -0.001
Si 16.283 10.829 4.038 -0.007 0.006 -0.01
Si 19.061 13.553 3.979 -0.013 0.001 0
Si 21.799 -0.048 3.888 -0.003 0.004 -0.005
Si 24.424 2.637 3.867 -0.002 -0.012 0.002
Si 21.748 5.352 3.897 0.015 -0.016 -0.013
Si 24.425 8.125 3.895 -0.008 -0.019 -0.009
Si 21.736 10.813 3.875 -0.001 0.01 -0.002
Si 24.436 13.5 3.831 -0.006 0.004 -0.017
Si 10.819 -0.031 4.095 0.009 0.006 -0.006
Si 13.586 2.653 4.142 -0.012 -0.002 -0.01
Si 10.781 5.334 4.205 -0.003 -0.018 0.029
Si 13.591 8.14 4.1 0.002 0.023 -0.018
Si 10.886 10.894 4.054 0.017 -0.001 -0.001
Si 13.589 13.53 4.009 -0.022 -0.01 0.011
Si 17.692 14.871 16.267 0.002 -0.007 0.002
Si 20.399 1.323 16.258 -0.003 -0.001 -0.009
Si 17.689 4.054 16.304 0.005 -0.012 -0.005
Si 20.353 6.747 16.278 -0.002 -0.006 -0.001
Si 17.707 9.444 16.287 -0.012 0.003 -0.001
Si 20.382 12.192 16.315 -0.011 -0.027 0.012
Si 23.113 14.952 16.281 0.008 0.001 -0.002
Si 9.593 1.315 16.27 0.002 -0.001 -0.014
Si 23.129 4.019 16.296 0.016 0.007 0.002
Si 9.583 6.756 16.299 -0.005 0.007 0.001
Si 23.09 9.494 16.268 0.006 0.008 -0.012
Si 9.567 12.169 16.26 -0.022 0.01 -0.003
Si 12.281 14.938 16.252 -0.005 0.002 -0.008
Si 14.974 1.33 16.273 -0.002 -0.001 -0.003
Si 12.324 4.037 16.278 0.008 -0.004 0.006
Si 15.021 6.736 16.338 0.004 0.004 0.003
Si 12.312 9.434 16.318 -0.011 0.017 0.002
Si 14.987 12.159 16.242 -0.012 -0.002 -0.01
Si 19.062 -0.077 17.586 -0.013 0.002 0.007
Si 21.726 2.687 17.647 0.011 -0.018 -0.018
Si 19.01 5.419 17.711 -0.014 0.008 -0.005
Si 21.69 8.141 17.593 0.007 0.031 -0.006
Si 19.022 10.796 17.679 0.029 0.01 0.031
Si 21.767 13.582 17.629 0.02 0.034 0.006
Si 24.392 0.035 17.698 0.003 0.013 -0.009
Si 10.994 2.641 17.606 -0.004 -0.003 -0.014
Si 24.524 5.342 17.667 0.008 0.009 0.002
Si 10.938 8.078 17.677 0.011 -0.024 0
Si 24.465 10.866 17.609 -0.001 -0.013 -0.014
Si 10.888 13.584 17.556 -0.005 0.004 0.011
Si 13.629 -0.037 17.637 0.001 -0.001 0.004
Si 16.311 2.695 17.639 -0.002 -0.001 0
Si 13.657 5.371 17.693 0.006 0 0.033
Si 16.397 8.09 17.706 -0.006 0.015 0.003
Si 13.712 10.776 17.65 0.007 -0.004 0.018
Si 16.295 13.519 17.614 0.006 -0.003 -0.005
Si 17.658 1.254 18.892 -0.021 -0.003 -0.025
Si 20.379 4.033 19.011 0.008 0.004 -0.015
Si 17.701 6.762 19.176 0 0.009 0.009
Si 20.365 9.429 19.078 -0.007 -0.032 -0.028
Si 17.579 12.126 18.99 -0.041 -0.043 -0.013
Si 20.43 14.952 18.997 0.015 0.04 -0.021
Si 22.988 1.362 19.112 0.017 -0.014 -0.004
Si 9.664 3.99 18.946 0.004 0.015 -0.008
Si 23.081 6.752 18.833 -0.011 -0.014 -0.033
Si 9.575 9.424 19.035 -0.018 -0.018 -0.011
Si 23.095 12.192 18.975 0.001 -0.001 -0.009
Si 25.769 15.026 19.042 0.018 0 -0.029
Si 12.288 1.295 19.037 -0.013 0.015 -0.005
Si 14.993 4.019 19.098 0.014 -0.017 -0.032
Si 12.281 6.715 19.054 -0.021 0 -0.006
Si 15.061 9.412 19.1 -0.004 0.019 -0.006
Si 12.286 12.213 18.816 -0.004 0.011 -0.058
Si 14.97 14.907 18.976 0.01 -0.009 -0.019
Si 16.357 -0.096 20.327 0.008 0.011 0.062
Si 18.956 2.633 20.24 -0.005 -0.037 0.043
Si 16.287 5.437 20.535 -0.014 -0.01 0.059
Si 19.069 8.076 20.613 0.017 0.024 0.058
Si 16.364 10.772 20.556 0.023 0.008 0.024
Si 18.994 13.535 20.158 0.005 0.004 0.037
Si 21.611 0.027 20.546 0.001 -0.007 0.028
Si 24.35 2.698 20.514 0.005 -0.016 0.049
Si 21.762 5.452 20.263 0.014 0.037 0.067
Si 24.442 8.125 20.124 -0.017 0.006 0.044
Si 21.747 10.856 20.357 0.012 0.004 0.07
Si 24.391 13.6 20.311 -0.011 0.021 0.052
Si 10.839 -0.049 20.3 -0.013 0.017 0.068
Si 13.672 2.572 20.451 0.015 0.002 0.06
Si 11.014 5.24 20.401 0.015 -0.017 0.046
Si 13.645 8.054 20.427 0.014 0.002 0.036
Si 10.99 10.862 20.181 0.009 0.021 0.061
Si 13.552 13.553 20.236 -0.002 0.001 0.065
Si 17.939 15.041 21.573 -0.163 -0.063 -0.728
Si 19.892 1.172 21.814 0.374 0.118 -0.651
Si 17.451 3.744 21.619 0.104 0.284 -0.718
Si 20.823 6.964 21.785 -0.401 -0.2 -0.708
Si 18.006 9.685 21.994 -0.317 -0.231 -0.675
Si 20.07 12.023 21.524 0.212 -0.045 -0.707
Si 23.137 15.02 21.743 -0.28 -0.247 -0.698
Si 9.244 1.123 21.569 0.182 0.033 -0.773
Si 23.285 4.456 21.705 -0.176 -0.352 -0.683
Si 9.545 6.416 21.755 0.06 0.206 -0.678
Si 22.979 9.247 21.53 0.083 0.26 -0.738
Si 26.01 12.516 21.603 -0.022 -0.168 -0.735
Si 11.94 14.654 21.547 0.141 0.063 -0.783
Si 15.286 1.433 21.736 -0.257 -0.221 -0.686
Si 12.544 4.081 21.823 -0.199 -0.092 -0.715
Si 14.643 6.478 21.905 0.18 0.146 -0.687
Si 12.518 9.772 21.545 -0.057 -0.178 -0.795
Si 14.653 12.017 21.587 0.253 0.037 -0.766
Si 5.543 9.884 31.264 -0.09 -0.089 0.019
Si 14.878 0.048 24.616 0.069 0.025 -0.226
Si 18.208 9.056 25.065 -0.065 -0.043 -0.155
Si 21.017 9.356 26.103 0.005 0.004 -0.03
Si 6.343 4.441 30.479 0.002 0.005 0.086
Si 17.794 3.611 30.001 0.009 0.029 0.081
Si 10.678 10.93 29.031 0.002 0.11 -0.018
Si 12.292 15.192 24.495 -0.101 0.05 -0.079
Si 3.326 1.244 30.296 -0.012 0.043 0.023
Si 19.795 5.658 29.086 0.089 -0.009 -0.042
Si 10.211 4.901 28.658 -0.008 -0.136 -0.054
Si 12.032 0.909 28.656 -0.061 0.089 0.062
Si 10.234 7.718 26.346 -0.019 0.013 0.078
Si 16.806 11.661 26.093 -0.051 -0.042 -0.099
Si 15.215 11.504 30.172 -0.077 0.046 0.135
Si 4.815 12.328 26.407 -0.019 -0.011 -0.08
Si 19.266 0.146 27.095 0.115 -0.028 0.006
Si 12.784 12.989 29.023 0.03 0.063 0.077
Si 12.734 7.231 30.989 0.011 -0.063 0.155
Si 10.666 2.709 23.934 0.086 -0.113 -0.15
Si 12.462 8.676 28.388 -0.013 -0.019 -0.087
Si 18.548 13.633 27.718 -0.041 0.013 -0.035
Si 3.513 8.786 29.244 0.003 -0.025 0.024
Si 16.184 13.65 23.762 -0.001 0.071 -0.112
Si 3.786 5.863 30.403 -0.088 0.051 0.16
Si 14.179 15.62 29.972 -0.014 0.028 0.195
Si 9.431 11.681 26.405 0.031 0.05 -0.076
Si 7.245 8.308 27.211 -0.016 0.037 0.003
Si 14.025 10.24 26.15 0.038 -0.063 -0.049
Si 7.356 0.019 27.121 0.047 0.141 -0.096
Si 18.848 2.938 24.014 0.158 -0.006 -0.134
Si 16.404 7.198 26.921 -0.038 0.167 -0.083
Si 16.816 14.228 30.134 -0.003 0.048 0.032
Si 7.989 9.733 29.656 -0.015 -0.17 -0.145
Si 10.541 4.584 25.979 -0.023 -0.057 0.057
Si 16.946 1.812 25.931 0.054 -0.012 -0.071
Si 10.391 15.826 31.05 0.006 -0.056 0.041
Si 4.96 1.576 26.268 -0.115 -0.148 -0.015
Si 7.178 13.277 28.017 -0.053 0.088 0.036
Si 10.365 0.404 26.024 -0.212 0.082 -0.007
Si 11.432 7.95 23.817 0.04 -0.127 -0.152
Si 14.333 7.712 24.653 0.002 -0.062 -0.07
Si 1.124 -0.116 28.834 0.043 -0.046 0.05
Si 8.216 13.609 30.95 0.073 0.055 0.198
Si 24.029 11.131 23.64 0.012 0.042 -0.111
Si 10.665 4.86 31.348 0.051 0.042 0.093
Si 12.181 12.707 26.002 -0.03 -0.012 0.081
Si 8 6.781 29.414 -0.081 -0.053 0.031
Si 12.684 3.911 27.712 0.041 -0.082 0.006
Si 6.018 1.915 28.959 -0.046 -0.063 0.021
Si 21.977 5.53 24.122 -0.092 0.05 -0.231
Si 15.896 4.192 27.685 -0.082 0.028 0.042
Si 17.005 9.031 29.529 0.063 -0.233 0.216
Si 21.705 13.215 23.761 0.11 0.105 -0.048
Si 17.702 14.89 5.371 0.003 -0.017 -0.005
Si 20.429 1.282 5.303 0.008 -0.003 0.003
Si 17.717 4.018 5.372 0.001 -0.016 -0.007
Si 20.406 6.724 5.291 -0.003 -0.009 -0.011
Si 17.699 9.456 5.327 -0.002 -0.012 -0.004
Si 20.409 12.165 5.302 0.016 0.001 0.006
Si 23.125 14.884 5.249 0.011 -0.011 0.008
Si 25.799 1.307 5.272 0.009 0.015 0.005
Si 23.113 4.017 5.274 0.005 0.013 0.01
Si 25.774 6.748 5.278 -0.004 0.001 0.003
Si 23.079 9.467 5.281 0.007 0.004 -0.01
Si 25.773 12.213 5.303 0.004 0.024 0
Si 12.22 14.895 5.39 0.019 0.006 -0.013
Si 14.957 1.267 5.434 0 0.006 0.011
Si 12.227 4.015 5.493 0.003 -0.002 0.016
Si 14.977 6.78 5.428 0.002 0.002 0.013
Si 12.228 9.513 5.428 -0.009 -0.011 0.004
Si 14.954 12.203 5.4 -0.009 -0.005 0.009
Si 19.066 -0.051 6.7 -0.011 0.002 -0.003
Si 21.764 2.666 6.665 -0.006 0.008 -0.002
Si 19.069 5.39 6.711 -0.015 0.003 -0.003
Si 21.747 8.099 6.665 0.007 -0.008 0.004
Si 19.052 10.822 6.69 0.003 0.005 -0.005
Si 21.763 13.547 6.654 -0.008 -0.003 -0.011
Si 24.459 -0.066 6.646 0.003 -0.013 -0.006
Si 27.145 2.664 6.673 -0.001 -0.004 -0.006
Si 24.442 5.39 6.664 0.005 -0.004 -0.002
Si 27.135 8.107 6.672 -0.001 -0.005 -0.013
Si 24.435 10.83 6.663 -0.008 0.001 -0.002
Si 27.14 13.559 6.691 -0.006 0.002 0.003
Si 13.591 -0.083 6.774 0.002 -0.002 -0.002
Si 16.341 2.663 6.735 -0.008 0.009 0.001
Si 13.614 5.409 6.784 -0.011 0.011 0.002
Si 16.36 8.127 6.751 -0.01 -0.004 -0.004
Si 13.604 10.855 6.776 -0.004 0.012 0.001
Si 16.339 13.545 6.743 0.008 0.007 0
Si 17.712 1.306 8.082 0.011 0.004 -0.007
Si 20.423 4.023 8.061 0.009 0.007 -0.001
Si 17.71 6.743 8.088 0.002 0 0.002
Si 20.404 9.458 8.053 -0.015 -0.01 -0.006
Si 17.704 12.179 8.08 -0.013 -0.003 -0.001
Si 20.416 14.9 8.051 0 -0.005 -0.001
Si 23.112 1.302 8.03 0.002 0.005 -0.009
Si 25.806 4.043 8.04 0.009 0.015 -0.004
Si 23.1 6.751 8.046 -0.002 -0.004 0
Si 25.792 9.477 8.043 -0.004 -0.003 -0.003
Si 23.101 12.193 8.044 0.009 0 -0.001
Si 25.8 14.924 8.055 0.014 -0.001 0.005
Si 12.251 1.294 8.145 -0.017 -0.013 -0.002
Si 14.988 4.028 8.107 0.001 -0.006 -0.005
Si 12.263 6.774 8.144 0.01 0.013 0
Si 14.988 9.487 8.107 0.006 0.007 0
Si 12.251 12.208 8.144 0.001 -0.009 -0.003
Si 14.984 14.899 8.116 -0.011 -0.014 -0.006
Si 16.35 -0.046 9.454 -0.006 0.006 -0.004
Si 19.065 2.671 9.438 -0.011 0.011 -0.001
Si 16.352 5.388 9.458 -0.005 0.006 0.003
Si 19.06 8.109 9.443 -0.002 0.001 0.003
Si 16.349 10.838 9.464 0.004 0.003 0.003
Si 19.057 13.552 9.431 0.001 -0.005 -0.001
Si 21.76 -0.046 9.417 0 0.003 -0.006
Si 24.453 2.677 9.405 0.006 -0.005 -0.003
Si 21.76 5.394 9.43 -0.001 0 0.003
Si 24.449 8.118 9.42 0.002 0 -0.003
Si 21.753 10.83 9.418 -0.003 0.008 -0.008
Si 24.45 13.555 9.419 -0.007 0.004 -0.005
Si 10.904 -0.044 9.521 0.008 0.004 0.003
Si 13.628 2.671 9.473 -0.004 0.006 -0.003
Si 10.909 5.415 9.509 0.002 0.002 0.001
Si 13.637 8.128 9.48 -0.004 -0.01 0.004
Si 10.908 10.846 9.514 -0.003 0.003 0.005
Si 13.633 13.551 9.49 0.003 0.009 0.005
Si 17.706 14.91 10.813 -0.003 -0.004 0.001
Si 20.412 1.308 10.804 0.005 -0.002 0
Si 17.715 4.028 10.813 0.008 -0.013 0.002
Si 20.413 6.753 10.81 -0.006 -0.002 0.002
Si 17.703 9.465 10.811 -0.004 -0.006 0
Si 20.406 12.189 10.793 -0.007 -0.006 0
Si 23.107 14.919 10.792 0.007 -0.007 0
Si 25.805 1.332 10.784 0.008 -0.001 0.001
Si 23.109 4.034 10.793 0 0.012 -0.004
Si 25.802 6.766 10.799 -0.005 0.009 0.003
Si 23.103 9.478 10.798 -0.002 -0.004 0.002
Si 25.797 12.204 10.801 0.001 0.001 0.005
Si 12.284 14.913 10.853 -0.003 -0.014 -0.002
Si 14.998 1.315 10.824 0.002 -0.002 0
Si 12.28 4.042 10.839 -0.007 0.002 -0.001
Si 14.994 6.751 10.819 -0.005 0.009 0.003
Si 12.281 9.48 10.854 0.005 0.005 -0.003
Si 14.996 12.189 10.84 -0.007 -0.006 -0.001
Si 19.054 -0.044 12.182 -0.003 0.003 0.001
Si 21.759 2.678 12.17 0.006 0.005 0
Si 19.062 5.392 12.179 0.001 0.016 0.003
Si 21.76 8.117 12.18 -0.001 0.005 0.001
Si 19.06 10.826 12.165 -0.005 0.01 -0.002
Si 21.747 13.563 12.157 0.002 0.002 -0.007
Si 24.46 -0.031 12.153 0 0.007 -0.006
Si 27.15 2.695 12.159 -0.007 0 -0.004
Si 24.447 5.404 12.168 0 -0.017 -0.002
Si 27.153 8.131 12.172 0.008 -0.008 0.006
Si 24.446 10.844 12.175 -0.005 0.002 -0.002
Si 27.153 13.577 12.161 0.001 0.001 -0.003
Si 13.647 -0.042 12.195 -0.01 0 0.005
Si 16.358 2.674 12.183 -0.004 0.011 0.001
Si 13.644 5.397 12.193 0.003 -0.004 0
Si 16.346 8.109 12.177 -0.002 -0.008 0.003
Si 13.647 10.827 12.211 -0.002 0.005 0.007
Si 16.354 13.554 12.189 -0.001 0.002 0.003
Si 17.701 1.316 13.558 -0.002 0.001 0.005
Si 20.414 4.038 13.552 0 -0.012 0.01
Si 17.693 6.747 13.534 -0.007 0.005 -0.001
Si 20.406 9.477 13.546 -0.004 0.001 0.006
Si 17.708 12.175 13.534 0.011 -0.02 -0.003
Si 20.402 14.909 13.546 0.008 -0.008 0.006
Si 23.114 1.319 13.532 0.013 -0.016 0.001
Si 25.802 4.051 13.533 -0.005 0.018 -0.002
Si 23.101 6.754 13.557 0.002 0.003 -0.002
Si 25.798 9.486 13.549 -0.002 0.007 0.008
Si 23.09 12.216 13.534 -0.016 0.007 0.003
Si 25.813 14.948 13.533 0.008 -0.014 -0.001
Si 12.288 1.331 13.54 -0.011 0.007 -0.001
Si 15.01 4.041 13.545 -0.003 -0.007 0.001
Si 12.3 6.75 13.575 -0.002 -0.007 0.007
Si 14.999 9.452 13.564 -0.005 0.002 0.003
Si 12.285 12.183 13.566 -0.01 0.01 -0.007
Si 14.999 14.913 13.558 0 0.004 0.011
Si 16.347 -0.047 14.93 -0.005 0.001 0.004
Si 19.045 2.696 14.92 -0.004 0.006 -0.002
Si 16.35 5.401 14.924 0.004 -0.001 0.007
Si 19.039 8.105 14.891 -0.002 0 0
Si 16.366 10.811 14.907 0.002 0.009 0
Si 19.05 13.528 14.904 -0.015 0.004 0.003
Si 21.756 -0.034 14.898 0.006 0.006 -0.002
Si 24.461 2.682 14.903 0.011 0.003 -0.001
Si 21.756 5.392 14.943 0.004 0.006 0.004
Si 24.453 8.114 14.927 -0.007 -0.009 0.004
Si 21.743 10.86 14.914 0.014 0.008 0.007
Si 24.441 13.597 14.882 0.005 0.009 -0.006
Si 10.935 -0.03 14.891 0.001 -0.005 0.006
Si 13.649 2.683 14.892 -0.002 0.006 -0.001
Si 10.943 5.398 14.941 -0.001 -0.002 0.005
Si 13.665 8.086 14.95 0.005 -0.001 0.011
Si 10.96 10.811 14.947 0.007 0.003 0.008
Si 13.633 13.549 14.912 -0.006 -0.018 0.006
Si 34.13 14.69 0.148 0.025 0.097 0.67
Si 30.787 1.077 33.099 0.098 -0.115 0.645
Si 28.532 3.343 33.028 -0.109 0.212 0.699
Si 37.029 6.659 0.125 -0.211 0.076 0.744
Si 33.751 9.753 0.103 0.083 -0.207 0.779
Si 30.623 11.964 33.184 0.183 -0.048 0.671
Si 34.038 14.089 33.175 -0.233 0.299 0.697
Si 42.594 1.185 0.109 -0.26 0.066 0.732
Si 39.262 4.449 0.03 0.116 -0.284 0.665
Si 41.875 6.858 0.524 0.162 0.136 0.567
Si 39.949 9.212 0.079 -0.192 0.099 0.67
Si 19.93 11.884 33.04 0.155 -0.212 0.774
Si 22.695 14.527 32.958 0.201 -0.153 0.775
Si 31.139 1.747 0.084 0.024 -0.286 0.675
Si 22.997 3.19 33.169 -0.114 0.275 0.722
Si 30.957 7.033 0.06 0.185 -0.153 0.714
Si 28.78 9.286 0.129 -0.142 0.095 0.713
Si 31.506 11.873 0.201 -0.043 0.117 0.757
Si 35.374 0.013 1.274 -0.023 0.002 -0.027
Si 38.1 2.749 1.217 0.005 0.007 -0.054
Si 35.38 5.423 1.255 -0.007 -0.01 -0.074
Si 38.196 8.224 1.377 0.027 0.004 -0.045
Si 35.312 10.912 1.405 -0.001 -0.012 -0.053
Si 38.071 13.547 1.265 0.003 0.009 -0.039
Si 40.838 0.024 1.212 0.009 0.006 -0.056
Si 27.121 2.516 1.15 -0.017 -0.043 -0.043
Si 40.605 5.414 1.722 -0.042 -0.043 0.01
Si 27.155 8.134 1.363 0.005 -0.004 -0.036
Si 40.932 10.837 1.433 0.008 0.024 -0.05
Si 27.228 13.55 1.19 -0.019 0.002 -0.047
Si 29.965 16.268 1.124 -0.021 0.011 -0.039
Si 32.687 2.877 1.363 0.033 -0.005 -0.029
Si 29.805 5.402 1.283 -0.002 -0.031 -0.039
Si 32.612 8.112 1.336 -0.009 0.013 -0.062
Si 29.935 10.773 1.495 0.001 -0.014 -0.032
Si 32.642 13.489 1.46 0.005 -0.011 -0.041
Si 33.983 1.363 2.643 0.016 0.001 0.015
Si 36.723 4.066 2.656 0.012 0.021 0.029
Si 34.01 6.76 2.641 0.003 -0.002 0.004
Si 36.747 9.549 2.675 -0.012 -0.018 0.022
Si 33.993 12.196 2.84 -0.001 -0.006 0.054
Si 36.76 14.977 2.644 -0.014 -0.024 -0.003
Si 39.461 1.371 2.593 -0.002 -0.007 -0.01
Si 42.161 4.058 2.83 0.026 -0.003 0.002
Si 39.327 6.872 2.95 -0.032 0.039 0.044
Si 42.237 9.533 2.877 0.004 0 0.014
Si 39.422 12.185 2.678 0.014 0.022 0.017
Si 25.857 14.904 2.556 0.007 0 0.026
Si 28.55 1.25 2.553 0.014 -0.005 0.035
Si 31.265 4.171 2.685 -0.036 0.008 0.023
Si 28.472 6.721 2.688 0.005 -0.01 0.039
Si 31.287 9.409 2.802 0.013 -0.013 0.045
Si 28.528 12.227 2.644 0 0.013 0.009
Si 31.239 14.947 2.622 -0.013 0.003 0.01
Si 32.605 -0.007 3.984 0.009 0.004 0.003
Si 35.356 2.702 4.017 0 0.026 -0.016
Si 32.632 5.472 4.06 -0.021 0.009 0
Si 35.36 8.148 4.005 0.009 0.004 -0.005
Si 32.618 10.817 4.135 -0.006 0.004 -0.003
Si 35.388 13.631 4.058 -0.004 0.005 -0.017
Si 38.11 0.019 4.003 -0.009 0.008 0.003
Si 40.782 2.664 4.087 -0.017 0.008 0.017
Si 37.972 5.422 4.151 -0.019 -0.002 0.001
Si 40.809 8.194 4.197 0.016 -0.018 -0.016
Si 38.075 10.88 4.085 0.016 0.004 0.014
Si 40.789 13.603 4.026 0.001 -0.022 -0.023
Si 27.19 16.254 3.958 0.011 0 -0.015
Si 29.89 2.682 3.926 -0.015 -0.01 -0.026
Si 27.097 5.322 3.94 -0.005 -0.005 0.015
Si 29.859 8.063 4.066 0.006 0 -0.007
Si 27.118 10.867 3.947 -0.001 -0.018 0.005
Si 29.881 13.593 3.998 0.014 0.002 0
Si 33.939 14.978 16.21 0.01 -0.007 -0.003
Si 36.679 1.413 16.28 0.006 0.003 -0.001
Si 33.934 4.095 16.293 0.006 0.004 0.001
Si 36.67 6.813 16.263 0.001 0.013 0
Si 33.981 9.528 16.211 0.004 0.006 -0.014
Si 36.69 12.242 16.238 -0.007 -0.007 -0.013
Si 39.418 14.998 16.278 0.01 0.001 0.003
Si 25.788 1.35 16.322 -0.003 -0.01 -0.007
Si 39.406 4.111 16.311 0.006 0.022 0.005
Si 25.825 6.756 16.294 0.006 -0.011 -0.003
Si 39.372 9.542 16.301 -0.004 -0.002 0.002
Si 25.785 12.25 16.245 0.004 0.002 0
Si 28.502 14.983 16.316 0.007 0.004 0.01
Si 31.174 1.355 16.263 0.004 -0.016 0.005
Si 28.479 4.049 16.287 -0.014 0.017 0.006
Si 31.236 6.77 16.251 0.002 -0.007 -0.007
Si 28.527 9.485 16.238 0.01 -0.003 -0.011
Si 31.215 12.268 16.219 -0.004 -0.007 -0.013
Si 35.308 0.006 17.557 -0.013 0.007 0.017
Si 38.028 2.784 17.67 0.002 -0.006 -0.004
Si 35.326 5.462 17.642 -0.009 -0.002 -0.008
Si 38.001 8.172 17.646 0.001 0.003 0.014
Si 35.312 10.902 17.586 0.003 -0.018 0.014
Si 38.082 13.578 17.584 0.002 -0.008 0.003
Si 40.751 0.073 17.652 -0.001 -0.025 0.017
Si 27.158 2.683 17.713 -0.005 -0.006 -0.002
Si 40.76 5.423 17.735 -0.008 -0.004 0.006
Si 27.197 8.131 17.637 0.008 -0.012 -0.001
Si 40.736 10.908 17.66 0.01 0.007 -0.006
Si 27.099 13.625 17.635 0.005 -0.005 0.029
Si 29.823 0.063 17.719 -0.024 0.033 -0.003
Si 32.537 2.707 17.598 0.004 0.023 0.005
Si 29.839 5.428 17.608 0.004 -0.002 0.004
Si 32.665 8.124 17.545 0.007 -0.001 -0.018
Si 29.876 10.881 17.555 -0.02 0.01 0.002
Si 32.547 13.664 17.564 0.004 0 -0.005
Si 33.897 1.312 18.905 -0.014 -0.01 -0.028
Si 36.641 4.107 19.049 0.013 0.003 0
Si 33.992 6.824 19.007 0.019 0.021 -0.006
Si 36.641 9.553 18.994 0.022 -0.017 -0.03
Si 33.945 12.33 18.861 -0.003 -0.008 -0.03
Si 36.735 14.982 18.85 0 -0.002 -0.026
Si 39.421 1.457 19.018 0.013 0.008 -0.01
Si 25.859 4 19.155 -0.026 0.022 -0.004
Si 39.326 6.778 19.019 -0.022 0.012 -0.023
Si 25.86 9.539 18.957 0.019 0.024 -0.026
Si 39.421 12.281 19.04 -0.007 0.013 0.002
Si 42.099 15.076 19.051 0.024 0.003 -0.018
Si 28.479 1.403 19.201 0.019 -0.026 0.001
Si 31.152 4.045 18.962 -0.004 -0.034 -0.024
Si 28.551 6.784 19.032 -0.005 -0.016 -0.02
Si 31.336 9.533 18.813 -0.003 0.011 -0.034
Si 28.459 12.193 18.908 -0.017 -0.011 -0.038
Si 31.216 15 18.991 0.011 -0.016 -0.002
Si 32.573 0.017 20.382 0.015 0.013 0.05
Si 35.245 2.65 20.259 0.005 -0.011 0.038
Si 32.587 5.385 20.209 0.01 -0.008 0.05
Si 35.287 8.222 20.432 0.01 0.028 0.062
Si 32.609 10.943 20.175 -0.009 0.004 0.056
Si 35.328 13.696 20.169 0.003 -0.004 0.045
Si 38.046 0.018 20.237 0.002 -0.006 0.045
Si 40.806 2.72 20.49 -0.012 -0.012 0.031
Si 37.965 5.461 20.47 0.019 0.019 0.035
Si 40.669 8.14 20.385 0 -0.011 0.072
Si 38.035 10.91 20.351 -0.015 -0.012 0.053
Si 40.731 13.71 20.408 -0.005 0.023 0.05
Si 27.069 0.045 20.565 -0.039 -0.021 0.088
Si 29.88 2.792 20.561 -0.025 0.022 0.064
Si 27.293 5.378 20.505 0.041 0.002 0.03
Si 30.052 8.199 20.199 -0.014 -0.039 0.06
Si 27.19 10.848 20.406 0.008 0.023 0.058
Si 29.773 13.621 20.203 -0.027 -0.012 0.053
Si 34.243 15.205 21.577 -0.206 -0.1 -0.78
Si 36.43 1.08 21.511 0.041 0.154 -0.741
Si 33.635 3.764 21.51 0.064 -0.026 -0.717
Si 36.839 7.083 21.806 -0.139 -0.205 -0.729
Si 34.202 9.984 21.587 -0.21 -0.344 -0.711
Si 36.469 12.2 21.511 0.31 0.131 -0.688
Si 39.542 15.299 21.707 -0.045 -0.25 -0.735
Si 25.285 1.026 21.878 0.4 0.265 -0.751
Si 39.591 4.28 21.719 -0.239 -0.113 -0.734
Si 25.585 6.618 21.451 0.185 0.06 -0.692
Si 39.085 9.274 21.684 0.064 0.156 -0.782
Si 42.363 12.546 21.61 -0.154 -0.017 -0.732
Si 28.269 14.673 21.671 0.065 0.167 -0.762
Si 31.459 1.562 21.789 -0.146 -0.17 -0.709
Si 29.002 4.505 22.026 -0.41 -0.392 -0.668
Si 31.249 6.706 21.562 0.12 0.146 -0.68
Si 28.975 9.754 21.532 -0.265 -0.05 -0.669
Si 31.009 12.088 21.407 0.081 0.124 -0.765
Si 21.812 10.513 30.951 0.044 0.066 0.131
Si 31.375 2.703 26.453 -0.026 -0.088 -0.011
Si 32.351 7.432 24.431 0.021 -0.028 -0.065
Si 36.889 9.976 25.902 -0.052 0.035 0.046
Si 24.831 5.406 30.572 -0.067 -0.046 0.081
Si 33.88 3.928 30.246 0.049 0.014 0.184
Si 26.85 9.908 28.32 -0.027 0.112 0.054
Si 28.397 -0.409 26.426 0.02 -0.093 -0.061
Si 20.309 4.338 26.43 -0.041 0.1 -0.015
Si 34.701 6.006 28.319 0.08 -0.078 0.035
Si 24.688 2.712 29.236 0.03 -0.062 0.076
Si 28.714 15.032 29.363 -0.079 -0.077 -0.013
Si 26.212 7.152 24.311 -0.04 -0.117 -0.026
Si 32.863 11.712 25.933 -0.079 -0.028 -0.068
Si 31.395 11.298 30.243 -0.004 0.062 0.073
Si 21.185 12.511 26.63 -0.034 0 -0.099
Si 32.898 0.23 27.619 -0.167 0.072 -0.009
Si 26.692 12.747 29.227 0.011 0.01 0.165
Si 29.546 7.532 31.137 -0.058 -0.014 0.164
Si 26.183 1.118 27.268 -0.023 0.083 0.01
Si 29.835 9.36 28.78 -0.064 0.111 0.094
Si 34.092 13.813 27.578 0.022 0.027 -0.052
Si 20.012 8.771 28.996 -0.004 0.036 0.105
Si 32.477 13.772 23.668 -0.067 0.039 -0.159
Si 25.894 4.186 25.369 0.032 0.057 -0.13
Si 31.1 0.316 30.165 -0.002 0.079 0.005
Si 26.179 11.003 25.389 0.011 -0.03 0.042
Si 23.654 7.645 25.642 -0.054 -0.057 0.054
Si 30.689 9.659 25.955 0.086 -0.048 -0.041
Si 24.66 -0.287 29.298 -0.038 0.129 -0.008
Si 35.465 5.099 23.714 0.024 0.047 -0.152
Si 33.246 5.012 25.84 0.006 -0.051 -0.103
Si 33.458 13.258 30.412 -0.054 -0.056 0.091
Si 25.446 7.322 28.113 -0.009 0.071 -0.12
Si 28.7 3.787 25.196 0.061 0.094 0.029
Si 30.219 15.885 23.903 0.021 0.027 -0.273
Si 26.773 -0.414 31.215 0.1 0.028 0.131
Si 22.101 0.533 26.048 -0.053 0.117 -0.062
Si 23.387 14.371 27.169 0.087 0.085 0.148
Si 24.451 1.802 24.772 -0.101 -0.084 -0.145
Si 28.17 9.136 24.376 0.128 0.011 -0.028
Si 34.358 9.425 24.542 0.005 0.105 -0.174
Si 19.911 1.345 29.815 -0.047 -0.12 0.205
Si 24.092 12.563 30.952 -0.023 -0.026 0.086
Si 40.403 11.248 23.691 -0.013 0.123 -0.27
Si 28.456 4.826 30.342 -0.034 -0.082 0.071
Si 26.306 13.753 26.263 0.018 0.037 -0.03
Si 21.871 5.024 31.063 -0.008 -0.043 0.106
Si 27.33 5.285 27.459 0.237 -0.037 -0.039
Si 22.067 2.494 28.249 0.035 0.079 -0.014
Si 37.743 2.872 23.72 0.003 0.065 -0.153
Si 30.94 3.24 29.457 0.025 -0.159 -0.007
Si 34.018 10.311 30.524 0.03 -0.06 0.046
Si 38.132 13.504 23.771 -0.036 0.021 -0.101
Si 33.973 14.972 5.373 0.003 0.001 0.003
Si 36.721 1.354 5.379 -0.001 -0.009 0.003
Si 33.979 4.062 5.38 0.013 -0.001 -0.005
Si 36.637 6.801 5.464 -0.009 -0.008 0.015
Si 34.008 9.473 5.431 0.001 -0.015 0.01
Si 36.72 12.258 5.426 -0.012 -0.002 0.01
Si 39.44 14.969 5.396 0 0.001 0.005
Si 42.147 1.336 5.472 0.008 0.011 0.001
Si 39.414 4.061 5.429 0.029 0.006 -0.004
Si 42.149 6.806 5.536 0.008 0.018 0.025
Si 39.422 9.554 5.491 -0.023 -0.019 0.006
Si 42.164 12.281 5.44 -0.007 0.001 -0.01
Si 28.52 14.926 5.364 0.003 0 0.009
Si 31.237 1.348 5.337 -0.004 -0.008 0.003
Si 28.505 4.012 5.308 0.016 0.015 0
Si 31.248 6.77 5.436 0.005 0.014 0.017
Si 28.482 9.492 5.326 0.002 -0.003 0.005
Si 31.227 12.229 5.386 -0.012 0.002 0.006
Si 35.335 0.007 6.739 -0.002 0 -0.002
Si 38.053 2.706 6.781 -0.007 0.004 -0.013
Si 35.288 5.425 6.794 -0.02 0.025 -0.001
Si 38.042 8.159 6.797 0.003 -0.004 -0.003
Si 35.349 10.878 6.768 0.004 -0.005 -0.008
Si 38.074 13.622 6.775 0.002 0 -0.003
Si 40.778 -0.015 6.809 0.003 -0.013 0
Si 43.51 2.697 6.849 0.002 -0.003 0
Si 40.763 5.422 6.823 -0.004 0.006 0.001
Si 43.536 8.184 6.849 0.004 -0.006 0
Si 40.8 10.922 6.813 0.005 0 -0.004
Si 43.512 13.614 6.841 -0.003 -0.004 -0.006
Si 29.883 -0.018 6.707 -0.005 -0.001 -0.003
Si 32.596 2.701 6.718 0.001 0.001 -0.004
Si 29.858 5.375 6.713 0.015 -0.001 -0.007
Si 32.608 8.141 6.78 0 -0.008 0.001
Si 29.845 10.855 6.71 -0.002 0.006 -0.003
Si 32.606 13.596 6.727 0.003 0.001 -0.009
Si 33.96 1.357 8.095 0.008 0.005 -0.003
Si 36.681 4.072 8.128 0.001 0.011 -0.006
Si 33.94 6.781 8.151 -0.013 -0.021 0.008
Si 36.692 9.527 8.148 0 0.001 -0.002
Si 33.959 12.237 8.1 -0.003 0.003 0
Si 36.686 14.972 8.118 0.001 -0.006 -0.006
Si 39.411 1.357 8.151 0.002 0.011 -0.005
Si 42.144 4.081 8.179 0 0.003 -0.004
Si 39.401 6.798 8.157 -0.001 -0.009 0.006
Si 42.152 9.549 8.174 0.007 -0.002 -0.001
Si 39.424 12.272 8.156 0.009 0.02 -0.002
Si 42.145 14.973 8.185 0.001 -0.003 0.006
Si 28.508 1.329 8.06 0.009 -0.006 0.004
Si 31.228 4.045 8.088 -0.01 -0.003 0.004
Si 28.504 6.765 8.055 0.004 0.008 -0.003
Si 31.22 9.516 8.089 0.018 0.007 -0.003
Si 28.495 12.211 8.074 -0.003 -0.007 0
Si 31.239 14.951 8.083 0.005 0.002 -0.002
Si 32.594 -0.008 9.452 -0.002 -0.006 -0.002
Si 35.31 2.714 9.475 -0.008 0.006 -0.002
Si 32.57 5.413 9.473 0.005 0.024 0.001
Si 35.317 8.156 9.484 -0.004 -0.002 -0.009
Si 32.584 10.878 9.451 -0.012 0.003 0
Si 35.315 13.605 9.463 0.004 -0.01 -0.002
Si 38.036 0.008 9.499 -0.006 -0.006 0.001
Si 40.768 2.724 9.517 0.001 -0.006 0.002
Si 38.034 5.435 9.497 -0.004 -0.002 0.001
Si 40.777 8.171 9.5 0.003 0.008 0.001
Si 38.055 10.896 9.496 0.007 -0.005 -0.007
Si 40.773 13.619 9.53 -0.004 -0.014 -0.001
Si 27.155 -0.034 9.422 -0.003 0.001 0
Si 29.863 2.688 9.437 0.006 0.004 -0.005
Si 27.151 5.406 9.424 0.004 -0.01 0.003
Si 29.858 8.136 9.431 0.009 -0.005 -0.002
Si 27.143 10.84 9.429 0.004 0.001 -0.003
Si 29.866 13.582 9.428 -0.001 0.003 -0.002
Si 33.952 14.965 10.825 0 0.001 0
Si 36.67 1.369 10.851 -0.001 0.004 0.001
Si 33.946 4.071 10.832 -0.007 0.001 0.004
Si 36.675 6.799 10.845 0.002 0.002 0.001
Si 33.944 9.52 10.818 0.007 -0.006 -0.001
Si 36.675 12.255 10.833 -0.005 0.01 -0.001
Si 39.401 14.983 10.867 0.01 -0.005 0.003
Si 42.135 1.382 10.881 0.009 0.002 0.004
Si 39.399 4.089 10.864 -0.003 0.012 0
Si 42.136 6.821 10.873 -0.001 0.001 0.001
Si 39.414 9.533 10.851 0.002 -0.003 0.002
Si 42.129 12.258 10.886 -0.002 0.01 0.001
Si 28.51 14.937 10.796 0.006 -0.002 0.003
Si 31.223 1.344 10.81 -0.003 0.002 0.003
Si 28.509 4.054 10.796 0.018 0.003 0.006
Si 31.214 6.787 10.813 -0.001 -0.013 0.007
Si 28.505 9.495 10.804 -0.003 0.007 0.001
Si 31.222 12.235 10.807 0.013 -0.003 0.002
Si 35.302 0.01 12.202 -0.001 -0.008 0.004
Si 38.031 2.731 12.216 -0.003 -0.004 0.002
Si 35.31 5.437 12.191 0 0.013 -0.002
Si 38.049 8.162 12.19 0.001 0.008 -0.005
Si 35.31 10.883 12.173 -0.005 -0.006 -0.005
Si 38.026 13.619 12.201 -0.005 -0.012 -0.002
Si 40.763 0.026 12.227 -0.011 -0.005 0.003
Si 43.492 2.758 12.231 0.002 -0.003 -0.002
Si 40.76 5.461 12.217 0.003 -0.004 0.001
Si 43.489 8.178 12.25 0.007 0.003 0.005
Si 40.764 10.888 12.227 0.004 0.001 -0.002
Si 43.484 13.629 12.234 0.002 -0.017 -0.004
Si 29.852 -0.01 12.165 0.006 -0.008 0
Si 32.577 2.709 12.178 0.004 0.004 -0.001
Si 29.862 5.417 12.166 -0.004 0.012 -0.004
Si 32.583 8.152 12.167 0 0.002 -0.005
Si 29.862 10.871 12.167 0.007 0.001 0.001
Si 32.58 13.6 12.171 -0.006 -0.003 0.003
Si 33.938 1.377 13.557 -0.014 0.002 0.007
Si 36.675 4.099 13.569 -0.005 0.007 0.003
Si 33.942 6.797 13.534 0.002 0.001 0.007
Si 36.682 9.524 13.524 0.009 -0.009 -0.001
Si 33.95 12.244 13.525 0.012 -0.01 0
Si 36.673 14.983 13.562 -0.002 0.002 0.007
Si 39.399 1.384 13.581 0.014 -0.001 0.008
Si 42.114 4.109 13.583 0 0.02 0.002
Si 39.402 6.822 13.575 -0.006 0.003 0.001
Si 42.114 9.533 13.604 -0.002 0.003 0.012
Si 39.387 12.259 13.552 -0.004 0.004 0.004
Si 42.131 15.001 13.585 0.009 -0.008 0.006
Si 28.49 1.342 13.539 0.006 0.004 0.006
Si 31.216 4.063 13.538 0.007 0.008 0.003
Si 28.514 6.771 13.535 0.012 -0.017 0.009
Si 31.229 9.516 13.525 0.002 0 0.005
Si 28.505 12.233 13.539 -0.005 0.003 0
Si 31.214 14.962 13.525 0.001 0.003 0.001
Si 32.554 0.014 14.889 -0.007 -0.003 0.003
Si 35.301 2.748 14.921 0.005 0.006 0.004
Si 32.587 5.422 14.889 -0.004 0.005 0.004
Si 35.326 8.158 14.87 -0.001 0.002 -0.002
Si 32.587 10.888 14.882 0 -0.003 0.001
Si 35.31 13.6 14.889 -0.007 -0.006 -0.001
Si 38.032 0.029 14.933 -0.005 -0.008 0.001
Si 40.755 2.753 14.944 -0.007 -0.009 -0.001
Si 38.048 5.458 14.929 0.005 0.005 0.001
Si 40.748 8.171 14.965 0.004 -0.001 0.004
Si 38.037 10.877 14.893 -0.007 0.001 0.003
Si 40.742 13.632 14.9 -0.003 -0.009 0.004
Si 27.141 -0.007 14.933 -0.014 0.004 0
Si 29.837 2.713 14.897 -0.007 -0.002 -0.001
Si 27.154 5.411 14.9 -0.003 -0.006 -0.003
Si 29.886 8.136 14.88 -0.008 -0.004 0
Si 27.153 10.864 14.904 0 0.003 0.008
Si 29.842 13.63 14.898 0.014 -0.001 0.006
Si 50.409 14.725 0.156 -0.028 0.234 0.716
Si 47.086 1.106 33.053 0.191 -0.203 0.67
Si 50.58 3.833 0.193 -0.006 0.155 0.753
Si 53.254 6.714 0.102 -0.227 0.141 0.779
Si 50.106 9.837 0.073 0.057 -0.239 0.767
Si 52.646 12.537 0.046 0.267 -0.065 0.734
Si 56.061 14.775 0.06 -0.321 0.289 0.681
Si 58.907 1.205 0.198 -0.207 0.051 0.743
Si 49.751 3.928 33.07 0.315 -0.297 0.719
Si 58.23 7.114 0.255 0.14 -0.091 0.789
Si 56.104 9.388 0.064 -0.173 0.169 0.705
Si 42.065 12.383 0.061 0.316 -0.226 0.623
Si 44.767 15.267 0.21 0.06 -0.187 0.704
Si 47.469 1.641 0.147 0.146 -0.207 0.746
Si 45.259 3.856 0.277 -0.164 0.082 0.783
Si 47.29 7.002 0.23 0.25 -0.038 0.714
Si 45.072 9.173 0.293 -0.034 0.182 0.672
Si 47.913 12.057 0.044 -0.286 0.082 0.703
Si 51.69 0.044 1.272 -0.009 0.001 -0.013
Si 54.417 2.768 1.206 -0.016 0.004 -0.067
Si 51.728 5.484 1.407 -0.001 0.002 -0.05
Si 54.449 8.281 1.365 0.026 -0.019 -0.054
Si 51.642 10.955 1.452 -0.026 0.018 -0.069
Si 54.39 13.625 1.284 0.002 0 -0.054
Si 57.172 0.092 1.345 0.02 0.004 -0.055
Si 43.618 2.731 1.528 0.004 -0.004 -0.046
Si 57.044 5.474 1.393 -0.018 0.003 -0.046
Si 43.55 8.053 1.627 -0.016 0 -0.025
Si 57.219 10.972 1.381 0.014 0.001 -0.056
Si 43.604 13.593 1.372 0.032 -0.018 -0.027
Si 46.315 0.091 1.505 0.003 0.03 -0.048
Si 49.039 2.707 1.524 -0.021 0.024 -0.037
Si 46.29 5.438 1.628 0.022 0.012 -0.029
Si 48.97 8.206 1.366 -0.002 0.006 -0.063
Si 46.307 10.874 1.366 -0.018 0.027 -0.082
Si 48.963 13.552 1.531 0.004 -0.017 -0.07
Si 50.386 1.31 2.797 0.017 -0.024 0.02
Si 53.103 4.093 2.722 0.018 -0.001 0.035
Si 50.348 6.851 2.732 -0.016 -0.007 0.005
Si 53.068 9.595 2.737 -0.009 -0.01 0.013
Si 50.335 12.253 2.896 0.004 -0.007 0.041
Si 53.081 15.03 2.671 -0.021 -0.011 0.008
Si 55.779 1.455 2.659 -0.016 -0.009 -0.001
Si 58.44 4.155 2.783 0.02 0.036 0.016
Si 55.738 6.868 2.782 -0.005 -0.001 0.043
Si 58.528 9.65 2.827 -0.012 -0.008 0.021
Si 55.75 12.28 2.702 0.006 0.004 0.014
Si 42.172 14.968 2.677 0.003 0.044 0.018
Si 44.954 1.396 2.91 -0.018 -0.018 0.031
Si 47.721 4.105 2.89 0.012 -0.011 0.029
Si 44.89 6.727 2.975 -0.002 -0.002 0.023
Si 47.639 9.543 2.795 0.018 -0.021 0.018
Si 44.959 12.247 2.735 -0.017 -0.018 0.013
Si 47.628 14.979 2.815 -0.006 0.004 0.007
Si 49.018 -0.013 4.171 0.006 0.01 -0.004
Si 51.744 2.732 4.108 -0.01 0.031 -0.01
Si 49.056 5.504 4.184 -0.01 0.005 0.008
Si 51.716 8.205 4.099 -0.002 0.004 -0.002
Si 48.977 10.874 4.206 -0.003 0.011 -0.006
Si 51.747 13.675 4.121 -0.004 0.001 -0.014
Si 54.437 0.067 4.055 -0.007 0.006 -0.012
Si 57.102 2.768 4.122 -0.005 0 0.011
Si 54.41 5.474 4.136 -0.006 0.001 -0.015
Si 57.138 8.229 4.13 0.007 -0.023 -0.013
Si 54.427 10.934 4.115 0.019 0.014 0.016
Si 57.117 13.649 4.094 0.009 -0.016 -0.015
Si 43.519 -0.02 4.125 0.007 -0.002 -0.026
Si 46.32 2.758 4.228 -0.015 0.002 -0.004
Si 43.493 5.388 4.245 0.001 0.001 0.025
Si 46.289 8.18 4.184 0.001 0.005 -0.017
Si 43.6 10.927 4.156 0.013 -0.01 0.002
Si 46.262 13.61 4.144 0.001 -0.019 0.004
Si 50.294 15.021 16.293 0.01 0.013 -0.002
Si 53.031 1.455 16.356 0.005 0.008 -0.017
Si 50.331 4.151 16.392 0.024 -0.002 -0.001
Si 53.055 6.836 16.446 -0.01 0.006 0.009
Si 50.312 9.539 16.326 -0.013 0.024 -0.011
Si 53.07 12.258 16.367 0.004 -0.001 -0.022
Si 55.823 14.986 16.436 -0.003 0.018 0
Si 42.126 1.424 16.318 0.007 0.009 -0.001
Si 55.786 4.123 16.483 0.009 0.006 -0.001
Si 42.09 6.804 16.346 -0.003 -0.003 -0.002
Si 55.785 9.552 16.476 -0.013 0.008 -0.007
Si 42.073 12.282 16.278 0.005 -0.004 0.001
Si 44.83 15.048 16.298 0.009 0.005 -0.002
Si 47.545 1.42 16.334 0.006 -0.009 0.003
Si 44.813 4.118 16.324 0.009 0.006 -0.006
Si 47.555 6.836 16.341 0.001 -0.011 -0.005
Si 44.812 9.511 16.297 0.01 0 -0.002
Si 47.522 12.279 16.236 -0.015 0.002 -0.018
Si 51.66 0.069 17.635 -0.015 -0.004 0.009
Si 54.349 2.788 17.788 -0.017 -0.005 -0.001
Si 51.679 5.499 17.821 -0.009 0.001 -0.012
Si 54.409 8.197 17.824 0.007 0.011 0.015
Si 51.659 10.911 17.671 0.029 -0.015 0.02
Si 54.481 13.568 17.727 0.011 -0.023 -0.006
Si 57.145 0.012 17.871 0.018 -0.023 0.02
Si 43.478 2.767 17.721 -0.003 0.007 0.001
Si 57.167 5.454 17.88 -0.015 -0.016 0.009
Si 43.437 8.182 17.694 0.009 -0.007 -0.008
Si 57.163 10.876 17.874 0.016 -0.001 -0.007
Si 43.396 13.717 17.583 -0.017 0.01 0.005
Si 46.159 0.09 17.71 -0.015 0.016 0.002
Si 48.934 2.768 17.669 -0.003 0.004 0.014
Si 46.12 5.52 17.674 -0.009 -0.006 -0.004
Si 48.959 8.174 17.68 -0.009 -0.013 0.003
Si 46.205 10.878 17.583 0.008 0.004 0.01
Si 48.822 13.701 17.552 -0.008 0.009 -0.015
Si 50.273 1.373 19.023 -0.004 -0.015 -0.023
Si 53.02 4.135 19.222 0.014 0.002 -0.005
Si 50.311 6.901 19.148 0.028 0.018 0.007
Si 53.011 9.608 19.116 0.011 -0.017 -0.01
Si 50.152 12.306 18.809 -0.011 -0.034 -0.029
Si 53.061 14.988 18.886 -0.013 0.036 -0.052
Si 55.673 1.387 19.117 0.001 -0.012 -0.017
Si 42.17 4.105 19.149 0.008 0.025 -0.015
Si 55.779 6.831 19.214 -0.013 0.028 -0.029
Si 42.05 9.529 19.04 -0.017 -0.005 -0.014
Si 55.823 12.26 19.212 -0.015 0.028 0.012
Si 58.528 14.998 19.3 0.02 0.019 -0.036
Si 44.798 1.422 19.135 0.006 -0.033 -0.004
Si 47.535 4.171 18.937 0.021 -0.026 -0.018
Si 44.762 6.85 19.109 -0.003 -0.018 -0.023
Si 47.565 9.522 18.973 -0.024 0.022 -0.034
Si 44.765 12.279 18.774 -0.002 -0.002 -0.042
Si 47.541 15.041 19.01 0.021 -0.009 -0.014
Si 48.912 0.028 20.432 0.009 -0.007 0.021
Si 51.594 2.702 20.453 0.018 -0.004 0.033
Si 48.832 5.527 20.344 -0.017 0.001 0.06
Si 51.637 8.314 20.552 0.002 0.008 0.061
Si 48.896 10.966 20.244 -0.004 0.002 0.066
Si 51.509 13.71 20.01 0.008 0.024 0.046
Si 54.337 -0.089 20.392 0.023 -0.003 0.032
Si 57.044 2.744 20.457 -0.012 0.024 0.048
Si 54.383 5.525 20.612 -0.001 -0.007 0.049
Si 57.123 8.135 20.686 -0.011 -0.008 0.05
Si 54.378 10.957 20.517 -0.001 -0.047 0.025
Si 57.184 13.582 20.647 0.021 -0.011 0.029
Si 43.427 0.077 20.55 -0.031 0.001 0.061
Si 46.24 2.831 20.353 0.009 0.01 0.058
Si 43.459 5.507 20.599 -0.007 0 0.043
Si 46.169 8.248 20.378 0.015 0.011 0.047
Si 43.44 11.009 20.207 0 0.024 0.059
Si 46.071 13.618 20.132 -0.023 -0.001 0.062
Si 50.551 15.124 21.613 -0.26 -0.005 -0.657
Si 52.733 1.018 21.658 0.027 0.198 -0.691
Si 49.909 3.884 21.593 0.151 -0.007 -0.725
Si 53.214 7.162 21.89 -0.097 -0.153 -0.71
Si 50.521 10.094 21.681 -0.128 -0.329 -0.741
Si 52.674 12.326 21.389 0.248 -0.089 -0.621
Si 55.876 15.124 21.825 -0.173 -0.208 -0.698
Si 41.83 1.159 22 0.288 0.187 -0.689
Si 55.988 4.31 21.872 -0.202 -0.039 -0.691
Si 41.721 6.607 21.835 0.287 0.113 -0.743
Si 55.466 9.348 21.898 0.118 0.067 -0.716
Si 58.79 12.482 22.047 -0.189 -0.087 -0.716
Si 44.618 14.678 21.611 0.037 0.166 -0.741
Si 47.765 1.655 21.691 -0.077 -0.171 -0.72
Si 45.235 4.421 21.751 -0.263 -0.068 -0.747
Si 47.35 6.75 21.738 0.218 0.124 -0.691
Si 45.023 9.945 21.514 -0.001 -0.192 -0.732
Si 47.235 12.094 21.406 0.128 0.067 -0.776
Si 38.282 10.568 31.413 -0.101 0.02 -0.085
Si 47.839 2.751 26.224 -0.004 -0.084 0.004
Si 48.451 7.388 24.612 -0.084 0.063 -0.163
Si 53.038 9.044 25.927 -0.018 -0.049 0.081
Si 38.327 7.008 29.801 -0.04 0.045 -0.079
Si 49.697 4.089 30.048 0.031 -0.129 0.124
Si 42.763 10.049 28.787 0.034 -0.028 0.093
Si 44.63 15.594 25.891 -0.011 -0.051 0.003
Si 37.127 2.124 30.564 -0.02 0.011 0.05
Si 50.71 6.239 28.398 0.042 -0.027 -0.005
Si 43.86 3.966 28.738 0.177 -0.08 0.071
Si 45.061 15.321 29.026 0.015 -0.062 0.02
Si 42.064 7.69 24.827 -0.043 -0.039 -0.098
Si 48.877 11.671 26.029 -0.066 -0.018 -0.109
Si 47.527 11.63 30.265 -0.026 0.018 0.081
Si 37.037 13.127 26.564 -0.031 -0.051 0.025
Si 49.248 0.406 27.537 -0.073 -0.002 0.075
Si 44.82 12.199 28.802 -0.002 0.075 -0.022
Si 45.585 7.376 31.195 -0.035 0.059 0.158
Si 42.094 1.778 27.802 -0.117 0.059 -0.032
Si 45.174 8.146 28.305 -0.093 -0.002 -0.018
Si 50.124 13.817 27.598 0.039 0.046 0.055
Si 35.829 8.683 28.644 0.012 -0.011 0.075
Si 48.725 13.753 23.65 0.021 0.024 -0.138
Si 37.757 5.712 27.335 -0.066 0.083 0.001
Si 47.436 0.546 29.983 0.096 0.058 0.148
Si 41.425 11.444 26.538 0.016 0.216 0.034
Si 39.245 8.253 26.272 0.039 -0.158 0.08
Si 46.695 9.498 26.14 0.126 0.033 -0.035
Si 41.119 15.504 28.816 0.07 0.082 0.076
Si 51.746 5.152 23.708 0.014 0.043 -0.067
Si 49.644 5.056 25.826 0.089 -0.005 -0.078
Si 49.709 13.448 30.52 0.031 -0.01 0.077
Si 39.876 9.265 29.263 -0.02 0.1 -0.001
Si 45.266 3.57 24.725 -0.019 0.074 -0.073
Si 46.604 -0.355 23.765 0.008 -0.049 -0.266
Si 43.029 15.674 31.071 -0.061 0.033 0.191
Si 37.752 2.757 26.642 -0.053 0.02 0.116
Si 39.618 13.092 28.261 -0.087 0.077 0.079
Si 42.886 1.574 25.019 -0.111 0.029 -0.282
Si 44.133 9.91 24.416 -0.008 0.055 -0.104
Si 50.458 9.469 24.612 -0.078 0.065 -0.114
Si 35.356 1.958 28.253 0.05 -0.021 0.07
Si 40.228 12.806 31.401 0.07 -0.005 0.016
Si 57.141 10.821 24.224 0.056 0.13 -0.154
Si 43.335 5.115 31.361 0.012 0.033 0.179
Si 43.961 12.593 25.901 -0.031 -0.04 0.016
Si 37.623 4.757 31.608 0.017 -0.148 -0.093
Si 44.121 5.875 26.384 0.064 0.067 -0.079
Si 39.48 1.578 28.973 -0.031 0.077 0.074
Si 53.974 2.886 23.74 0.054 0.059 -0.084
Si 46.852 3.406 29.092 0.111 -0.008 0.079
Si 50.063 10.495 30.568 -0.028 -0.043 0.027
Si 53.955 13.652 23.704 0.039 -0.012 0.047
Si 50.382 14.978 5.528 0 -0.015 0.006
Si 53.095 1.391 5.482 -0.003 -0.011 -0.006
Si 50.403 4.103 5.5 0.013 -0.003 -0.001
Si 53.053 6.838 5.489 -0.008 -0.005 0.002
Si 50.372 9.533 5.521 -0.01 -0.019 0.002
Si 53.085 12.299 5.488 -0.009 0.008 0.005
Si 55.772 15.02 5.46 0 0.007 0.004
Si 58.438 1.413 5.54 -0.001 0.015 0.002
Si 55.77 4.128 5.51 0.014 0.011 0.002
Si 58.455 6.873 5.548 -0.01 0.016 0.007
Si 55.774 9.574 5.496 -0.018 -0.015 0.003
Si 58.466 12.315 5.519 -0.003 0.009 0.004
Si 44.885 14.959 5.492 0.004 0.008 -0.001
Si 47.669 1.364 5.533 0.005 0.003 0.009
Si 44.907 4.074 5.565 0.006 -0.004 0.009
Si 47.658 6.832 5.534 -0.002 0.006 0.003
Si 44.926 9.55 5.521 -0.012 0.002 0.015
Si 47.622 12.263 5.523 -0.008 0.009 0.013
Si 51.735 0.041 6.867 -0.008 0.001 -0.007
Si 54.428 2.753 6.873 -0.003 -0.002 -0.006
Si 51.728 5.472 6.879 -0.011 -0.002 -0.006
Si 54.419 8.201 6.857 0.01 -0.008 -0.004
Si 51.726 10.926 6.856 0.004 0.003 -0.006
Si 54.436 13.655 6.858 -0.004 -0.001 -0.009
Si 57.101 0.037 6.889 -0.002 -0.001 -0.002
Si 59.795 2.761 6.935 0 0.001 -0.003
Si 57.115 5.485 6.897 0.003 -0.007 0.001
Si 59.831 8.214 6.918 0.015 -0.008 -0.006
Si 57.128 10.928 6.879 0.01 0.001 -0.007
Si 59.829 13.64 6.917 -0.006 0.002 -0.003
Si 46.263 0.004 6.847 -0.008 -0.001 -0.004
Si 49.023 2.752 6.866 0.001 -0.005 -0.009
Si 46.272 5.472 6.875 -0.009 0.008 -0.001
Si 49.012 8.187 6.893 0.005 -0.004 -0.003
Si 46.267 10.909 6.887 -0.001 0.001 -0.008
Si 49.001 13.619 6.871 0.008 -0.01 -0.002
Si 50.372 1.395 8.233 0.011 0.011 -0.001
Si 53.08 4.113 8.243 0.001 0.011 0
Si 50.362 6.822 8.243 -0.014 -0.001 0
Si 53.075 9.565 8.229 -0.009 0.004 -0.008
Si 50.358 12.265 8.234 -0.012 0.004 -0.001
Si 53.078 14.998 8.239 -0.002 0.005 -0.002
Si 55.765 1.398 8.262 -0.003 0.004 -0.002
Si 58.46 4.131 8.29 -0.002 -0.002 -0.004
Si 55.763 6.847 8.252 -0.005 -0.002 0.004
Si 58.475 9.571 8.269 -0.001 -0.006 -0.003
Si 55.78 12.291 8.242 0.001 0.01 -0.004
Si 58.473 15.008 8.265 0.006 0.002 -0.001
Si 44.888 1.359 8.2 -0.009 -0.004 -0.001
Si 47.638 4.105 8.215 -0.001 0.001 -0.002
Si 44.895 6.831 8.212 0.009 0.015 0.004
Si 47.635 9.549 8.235 0.003 0.008 0
Si 44.876 12.264 8.21 0.001 -0.016 -0.002
Si 47.628 14.982 8.216 -0.002 -0.009 -0.01
Si 48.989 0.032 9.572 -0.011 0.003 -0.008
Si 51.719 2.755 9.605 -0.008 0.001 -0.003
Si 48.985 5.467 9.586 0.004 0.001 0.001
Si 51.717 8.199 9.591 0.001 -0.009 -0.003
Si 48.99 10.91 9.592 0.002 -0.007 0
Si 51.713 13.634 9.595 -0.001 -0.007 -0.004
Si 54.42 0.033 9.626 -0.005 -0.002 0
Si 57.119 2.753 9.642 -0.001 0.002 0.003
Si 54.425 5.474 9.618 -0.004 -0.016 -0.001
Si 57.129 8.195 9.628 0.002 -0.002 -0.003
Si 54.431 10.92 9.606 0.004 0.001 -0.007
Si 57.133 13.635 9.629 0.005 -0.008 -0.003
Si 43.507 0.013 9.543 0.004 -0.009 0.002
Si 46.248 2.742 9.543 -0.008 -0.003 -0.006
Si 43.509 5.458 9.53 0.01 0.003 0.003
Si 46.252 8.189 9.574 0 -0.002 0.001
Si 43.507 10.899 9.549 -0.003 0.006 0.002
Si 46.248 13.626 9.561 0 0.009 -0.004
Si 50.345 14.999 10.946 -0.001 0 -0.002
Si 53.067 1.4 10.984 -0.005 0.007 0.002
Si 50.347 4.117 10.948 -0.004 -0.003 0
Si 53.067 6.842 10.965 -0.003 0.008 -0.004
Si 50.347 9.548 10.951 0 0.006 -0.001
Si 53.071 12.277 10.968 -0.005 0.001 -0.003
Si 55.782 14.997 10.994 -0.001 0.006 -0.003
Si 58.482 1.397 11.01 0.001 0.005 -0.001
Si 55.775 4.12 11.002 -0.003 0.004 -0.001
Si 58.479 6.84 11.02 -0.005 0 0
Si 55.783 9.561 10.988 0 0.003 0
Si 58.49 12.274 11.002 0.003 0.008 -0.003
Si 44.871 14.985 10.902 -0.002 -0.005 0.003
Si 47.609 1.395 10.91 0.003 0.002 -0.001
Si 44.875 4.106 10.888 0.005 0 0.002
Si 47.61 6.827 10.93 -0.005 0.001 0.003
Si 44.868 9.544 10.912 0.007 0.005 0.003
Si 47.607 12.272 10.927 -0.003 -0.008 -0.003
Si 51.695 0.041 12.327 0 0.002 0.003
Si 54.428 2.754 12.36 0.001 0.006 0.001
Si 51.701 5.481 12.313 -0.001 -0.001 -0.004
Si 54.433 8.185 12.34 -0.009 -0.007 -0.002
Si 51.712 10.903 12.314 -0.004 -0.001 -0.004
Si 54.427 13.631 12.348 0.004 -0.001 -0.003
Si 57.14 0.027 12.374 -0.002 -0.005 0.004
Si 59.839 2.752 12.381 0.004 -0.003 0.004
Si 57.132 5.469 12.383 -0.004 -0.013 -0.002
Si 59.846 8.185 12.397 0.007 0.001 0.002
Si 57.147 10.904 12.368 0.006 0 -0.004
Si 59.855 13.62 12.372 -0.001 -0.003 0
Si 46.226 0.042 12.25 -0.005 -0.002 -0.003
Si 48.958 2.762 12.276 -0.002 -0.003 -0.005
Si 46.227 5.464 12.263 -0.001 -0.002 -0.003
Si 48.97 8.186 12.291 0.002 -0.005 0.005
Si 46.224 10.914 12.266 0.002 0.007 0
Si 48.968 13.636 12.285 -0.003 0.004 -0.002
Si 50.312 1.423 13.649 -0.016 0.012 0.002
Si 53.071 4.144 13.688 -0.014 -0.005 -0.003
Si 50.323 6.828 13.664 0.002 0.001 0.009
Si 53.067 9.538 13.687 0.009 0.004 -0.004
Si 50.338 12.275 13.64 0.01 -0.013 -0.005
Si 53.069 15.01 13.693 -0.008 -0.001 0
Si 55.793 1.399 13.736 0.006 0.001 0.004
Si 58.487 4.108 13.759 -0.009 0.013 0.003
Si 55.784 6.842 13.739 -0.003 0.004 -0.001
Si 58.5 9.553 13.764 -0.007 0.005 0.006
Si 55.791 12.27 13.718 -0.006 0.003 -0.003
Si 58.51 14.983 13.735 0.009 -0.003 -0.006
Si 44.857 1.415 13.59 -0.001 -0.001 0.003
Si 47.592 4.119 13.632 0.01 -0.008 0.001
Si 44.844 6.812 13.609 0.013 -0.009 0.007
Si 47.585 9.55 13.619 -0.007 0.011 0.006
Si 44.825 12.268 13.594 -0.002 0.018 -0.007
Si 47.578 15.004 13.609 0.002 0.005 0.005
Si 48.919 0.063 14.969 -0.009 -0.004 0.003
Si 51.674 2.801 15.002 0.002 0.007 -0.001
Si 48.944 5.473 15.012 -0.008 -0.006 0.009
Si 51.7 8.167 15.028 0.004 -0.008 0.002
Si 48.955 10.912 14.965 0.002 0.001 0.003
Si 51.697 13.632 15.012 0.004 -0.005 -0.003
Si 54.431 0.038 15.083 -0.009 -0.003 0.002
Si 57.148 2.74 15.138 0 -0.011 0
Si 54.427 5.477 15.095 -0.002 -0.003 0.007
Si 57.147 8.185 15.126 -0.003 -0.003 0.003
Si 54.437 10.884 15.053 -0.003 -0.006 0.004
Si 57.166 13.61 15.092 0.002 -0.002 0.004
Si 43.48 0.074 14.938 0.005 -0.002 -0.002
Si 46.2 2.775 14.968 -0.01 0.001 0.001
Si 43.454 5.467 14.962 -0.002 -0.017 0.005
Si 46.208 8.18 14.954 -0.005 -0.002 0.009
Si 43.465 10.907 14.957 0.009 0.009 0.003
Si 46.164 13.658 14.927 0.003 -0.013 -0.002
O 4.36 4.178 23.417 0.05 0.126 -0.178
O -0.285 14.668 24.517 -0.471 -0.207 0.533
O 8.379 5.357 22.249 -0.148 -0.071 0.26
O 1.073 7.693 25.16 0.011 -0.326 0.218
O -5.224 3.882 32.305 -0.154 -0.144 -0.008
O 2.927 11.052 22.048 -0.319 -0.028 0.181
O 56.495 14.509 32.341 0.273 0.533 -0.403
O 53.026 3.72 30.667 -0.334 0.138 -0.074
O -4.462 14.911 31.852 -0.269 0.173 -0.079
O 53.126 8.024 29.588 -0.012 0.183 0.22
O 6.77 3.388 22.996 0.057 -0.33 0.253
O -2.557 10.935 22.264 0.182 0.075 0.492
O -0.236 15.528 32.414 -0.23 0.436 0.183
O -4.106 12.464 27.512 -0.135 0.192 -0.149
O 53.885 12.331 26.587 0.208 -0.252 0.662
O 56.289 11.668 25.327 0.505 0.441 0.352
O -2.09 6.867 32.142 0.399 0.352 -0.199
O 56.94 2.392 33.114 0.226 -0.115 -0.467
O 3.234 1.115 31.903 -0.674 0.192 -0.113
O 8.177 0.018 22.141 0.194 -0.132 0.261
O -4.008 13.001 30.14 -0.023 -0.169 0.45
O -5.675 10.397 32.964 -0.047 -0.047 -0.559
O 58.174 1.996 23.275 -0.117 0.626 -0.035
O -3.049 13.132 32.982 -0.118 0.08 -0.107
O 1.327 3.378 31.914 0.057 -0.293 -0.132
O -1.135 6.17 28.6 0.497 0.439 0.241
O 7.074 12.262 23.745 -0.046 0.17 0.186
O 57.098 13.259 30.108 0.069 0.193 -0.022
O 0.161 5.199 24.843 -0.328 -0.188 -0.363
O 2.692 5.142 25.303 0.329 -0.007 0.597
O 1.541 11.058 31.268 0.178 -0.018 0.59
O -4.452 6.13 31.291 0.334 0.033 -0.164
O -4.022 8.646 31.977 -0.061 0.451 -0.397
O -1.475 7.103 25.376 -0.129 -0.383 0.303
O 58.843 13.83 28.349 0.095 -0.232 -0.232
O 57.47 10.017 30.134 0.343 -0.125 0.488
O 54.155 13.158 29.739 -0.395 -0.111 -0.17
O 59.055 7.037 23.323 0.34 0.283 0.127
O 57.572 11.625 28.071 -0.297 -0.052 -0.239
O -0.412 10.083 29.771 -0.253 -0.501 -0.632
O 59.183 -0.158 27.431 -0.406 0.352 -0.113
O -0.051 0.208 29.907 0.05 0.389 -0.085
O 4.12 5.996 31.976 0.551 -0.242 -0.05
O 0.726 12.274 27.289 -0.528 -0.292 -0.023
O 6.417 14.699 23.153 0.023 0.147 0.532
O 0.556 8.824 31.865 -0.493 -0.139 -0.11
O 53.081 11.579 31.712 -0.096 -0.401 -0.222
O 56.095 13.825 27.891 0.146 0.211 -0.433
O 59.857 10.909 29.226 0.128 -0.026 0.168
O 55.177 4.109 32.121 0.248 -0.112 -0.254
O -3.259 2.396 33.083 -0.028 -0.207 -0.112
O 52.695 2.892 27.477 0.17 -0.059 0.134
O 0.241 2.756 22.207 0.148 0.1 0.465
O -4.232 0.024 25.665 -0.071 0.607 0.29
O 55.509 9.449 31.969 -0.37 0.096 0.042
O -4.318 15.339 29.191 0.167 0.486 -0.192
O -4.045 11.873 24.963 0.103 -0.001 -0.196
O 5.198 10.767 32.564 0.261 0.08 0.37
O 53.84 4.891 26.134 0 0.063 -0.632
O 1.394 12.633 24.755 0.283 -0.193 -0.303
O 52.007 1.486 29.591 -0.265 -0.503 -0.091
O 58.555 15.738 30.033 -0.326 -0.297 0.116
O 50.665 7.84 28.568 -0.514 0.251 0.022
O 59.927 13.588 22.521 -0.099 -0.036 0.45
O 2.089 12.866 29.506 0.406 0.148 -0.43
O 6.002 8.42 26.196 0.303 -0.181 -0.576
O 61.13 3.643 23.406 0.227 -0.548 0.169
O -4.035 7.192 24.909 0.277 -0.305 -0.514
O -3.535 3.936 25.981 0.608 -0.132 -0.069
O -0.807 0.571 23.071 -0.4 -0.17 0.088
O 55.501 12.203 31.836 -0.055 -0.263 0.456
O -1.81 0.992 31.688 -0.127 0.44 -0.348
O 60.746 9.763 23.386 -0.643 -0.361 0.116
O -2.89 14.079 25.764 0.773 -0.287 0.114
O 4.744 1.634 22.879 0.255 -0.246 0.457
O -0.692 12.508 23.153 0.006 -0.229 0.521
O 60.216 9.74 26.025 0.07 -0.004 0.359
O 3.393 1.152 26.08 0.119 -0.385 0.02
O 7.433 9.749 23.168 -0.24 -0.228 0.366
O 59.809 14.05 25.793 -0.587 -0.292 -0.316
O 3.213 12.385 26.626 0.014 0.408 0.264
O -2.114 14.937 30.574 0.029 -0.423 -0.077
O -4.5 3.149 28.287 -0.016 -0.579 -0.191
O -0.438 7.045 23.012 0.264 0.233 -0.126
O 1.179 0.938 27.602 -0.4 0.134 -0.089
O -0.391 5.031 32.907 0.141 -0.131 -0.233
O 9.374 11.508 22.829 0.42 -0.062 0.138
O 3.657 6.615 23.207 -0.067 0.2 0.469
O 2.539 2.583 29.807 -0.159 0.169 -0.264
O 58.859 7.438 25.929 -0.287 -0.463 0.405
O 2.482 7.636 33.009 0.308 0.139 -0.129
O 5.563 8.169 22.289 -0.077 -0.233 0.578
O -1.535 11.506 31.667 0.104 -0.352 -0.22
O 58.803 0.701 32.351 0.581 -0.415 -0.127
O 2.888 -0.086 22.121 0.032 -0.131 0.561
O 1.422 2.926 25.804 -0.144 -0.062 -0.162
O -2.514 5.432 22.371 -0.148 0.013 0.497
O -2.68 9.471 25.182 0.573 0.191 -0.299
O 1.575 9.364 23.339 -0.49 -0.153 0.116
O 1.354 14.127 22.638 -0.046 -0.351 0.094
O 59.208 4.538 29.9 -0.394 0.405 -0.25
O 54.635 5.788 30.126 0.231 -0.099 -0.217
O 5.456 2.622 25.159 0.237 0.327 0.241
O 51.488 13.589 26.762 -0.09 -0.054 -0.14
O 54.391 9.897 25.693 0.572 -0.37 -0.192
O 56.388 1.038 28.166 0.238 -0.503 -0.218
O 58.349 5.835 32.026 -0.244 0.089 -0.351
O -3.624 5.575 28.134 -0.572 0.188 0.093
O 1.914 4.689 22.843 -0.281 0.051 0.051
O 50.139 3.516 31.518 0.19 -0.444 -0.199
O 55.162 15.573 29.653 -0.186 -0.044 0.313
O 26.918 11.153 29.349 0.036 -0.091 0.478
O 57.129 2.057 25.8 -0.485 0.037 -0.241
O 5.13 15.796 32.75 0.245 0.109 -0.271
O 9.942 3.995 24.608 -0.445 0.401 -0.025
O 59.272 1.917 30.033 0.307 -0.112 0.016
O 59.61 5.099 24.99 -0.67 0.003 0.062
O 54.656 6.806 27.778 0.648 -0.136 -0.39
O 4.648 12.819 22.823 -0.161 0.118 0.167
O 3.595 12.547 31.782 0.222 0.322 -0.182
O 42.306 1.671 23.495 0.174 0.264 0.273
O 58.057 3.119 28.021 -0.073 0.415 -0.333
O 24.229 1.223 29.757 -0.539 0.045 0.116
O 56.869 7.62 33.058 0.065 0.059 -0.271
O -2.728 11.039 29.262 0.05 -0.608 -0.182
O 28.878 4.198 23.628 0.014 0.061 0.137
O -2.969 7.626 29.798 0.169 0.303 -0.017
O 59.661 2.495 25.305 0.276 -0.192 0.596
O 53.175 7.437 25.815 -0.093 -0.341 -0.317
O 58.573 0.036 24.93 -0.435 -0.35 -0.427
O 55.751 8.133 29.708 0.341 -0.348 -0.074
O 19.3 3.673 25.373 -0.204 0.143 0.358
O 15.515 14.889 24.524 0.137 0.049 0.579
O 24.487 5.529 21.982 0.217 -0.139 0.075
O 17.796 10.413 25.849 0.371 -0.033 0.223
O 11.657 3.746 31.895 0.038 -0.123 -0.496
O 19.09 10.893 22.192 -0.126 -0.104 0.476
O 7.033 14.23 31.864 -0.012 -0.203 -0.14
O 6.801 3.144 29.64 0.739 -0.089 -0.065
O 11.465 15.024 31.958 0.131 0.275 0.035
O 3.841 7.258 29.608 0.344 -0.043 -0.084
O 15.024 7.179 26.026 -0.334 -0.513 0.102
O 13.583 10.888 22.089 0.125 -0.137 0.586
O 17.196 14.79 31.607 -0.242 0.681 0.028
O 12.643 13.311 27.441 0.185 0.479 -0.02
O 5.143 2.354 27.669 -0.066 0.756 -0.113
O 8.715 10.811 25.248 -0.138 -0.24 0.065
O 14.022 6.547 31.696 0.29 0.163 -0.155
O 7.848 2.232 32.872 -0.069 -0.098 -0.575
O 19.801 0.843 31.357 -0.227 0.19 -0.1
O 24.331 -0.267 22.11 -0.1 -0.077 0.435
O 13.208 14.303 29.87 -0.189 0.044 0.48
O 10.513 10.36 32.594 -0.263 0.069 -0.541
O 10.805 15.482 25.071 -0.153 -0.194 -0.196
O 13.16 13.048 32.6 0.13 0.049 -0.484
O 17.528 3.251 31.548 0.444 -0.51 -0.134
O 5.679 12.707 27.727 -0.357 0.112 0.579
O 8.291 8.206 30.136 0.35 -0.128 0.736
O 22.635 11.907 23.72 -0.167 -0.335 -0.018
O 8.893 12.412 31.822 -0.164 0.075 -0.482
O 16.534 5.645 27.359 0.272 -0.061 0.091
O 17.547 7.81 25.905 0.285 -0.103 0.154
O 19.953 12.835 27.631 0.143 -0.348 0.602
O 11.478 6.215 31.015 -0.4 0.313 0.023
O 12.307 8.545 31.832 0.076 0.148 -0.367
O 15.12 7.192 23.317 0.654 0.222 0.373
O 7.528 13.106 29.58 -0.158 -0.138 -0.146
O 9.324 10.608 29.83 -0.142 0.012 0.248
O 7.408 9.652 28.132 -0.026 0.622 -0.129
O 10.444 6.928 23.027 0.082 -0.041 0.282
O 10.251 10.781 27.469 -0.089 -0.316 -0.003
O 25.246 1.071 25.962 -0.057 -0.438 -0.015
O 25.688 8.83 28.665 -0.254 0.043 0.571
O -1.755 0.153 25.352 -0.122 0.381 0.344
O 20.875 5.873 31.986 -0.16 0.02 -0.356
O 17.365 12.633 27.252 -0.343 0.055 0.217
O 22.558 14.472 23.185 0.045 0.273 0.274
O 17.02 8.586 31.122 -0.46 0.162 -0.228
O 50.321 3.238 28.809 -0.303 -0.025 -0.486
O 8.267 12.477 27.154 0.121 0.156 -0.194
O 11.325 12.368 29.449 -0.41 0.272 0.473
O 6.169 4.048 32.031 -0.468 0.271 -0.064
O 13.2 1.972 32.714 -0.104 -0.03 -0.35
O 38.726 10.291 29.862 -0.238 0.32 -0.389
O 16.315 2.654 22.059 -0.099 -0.079 0.053
O 31.354 11.139 25.916 -0.346 0.459 0.115
O 5.911 8.446 31.883 -0.215 -0.697 -0.231
O 16.421 3.208 26.526 -0.191 0.356 -0.169
O 12.814 11.24 25.807 -0.371 -0.206 -0.17
O 19.912 7.222 29.453 -0.134 -0.135 0.533
O 18.806 12.986 32.583 0.023 0.142 -0.367
O 11.975 3.281 23.145 0.112 -0.056 0.414
O 15.348 11.1 26.509 -0.004 0.128 0.565
O 2.566 -0.016 29.591 0.294 -0.596 -0.204
O 9.32 14.726 30.521 -0.057 0.076 -0.59
O 47.644 0.55 31.603 0.373 -0.468 0.02
O 10.912 13.492 22.074 -0.016 0.118 0.259
O 18.729 14.963 26.805 -0.389 -0.027 -0.662
O 19.839 9.002 25.028 0.207 -0.121 -0.389
O 12.256 2.5 28.408 -0.105 0.132 0.41
O 11.249 8.009 27.561 0.078 -0.374 0.252
O 11.836 5.062 28.514 0.187 0.608 0.286
O 14.894 0.779 23.172 -0.136 -0.071 0.017
O 3.548 8.757 25.149 0.303 -0.129 -0.275
O 14.319 -0.054 31.474 0.369 -0.339 -0.236
O 11.782 9.176 22.851 -0.169 0.165 0.212
O 14.27 4.186 27.739 0.079 -0.086 0.086
O 19.978 2.046 23.224 0.435 -0.037 0.408
O 15.078 12.893 22.878 -0.227 0.148 0.429
O 6.945 7.066 28.217 -0.479 -0.442 -0.097
O 19.759 0.217 28.649 0.275 -0.335 0.164
O 23.776 9.753 22.854 0.124 -0.264 0.175
O 12.727 13.684 24.852 0.296 -0.236 -0.302
O 36.821 11.171 31.808 -0.251 -0.361 -0.45
O 13.535 0.346 28.921 0.455 0.156 -0.236
O 27.97 13.624 29.792 0.104 -0.114 0.483
O 34.381 5.416 29.81 0.081 0.17 0.423
O 13.353 -0.086 25.132 -0.262 0.509 0.664
O 20.494 8.714 27.474 0.148 -0.223 0.039
O 15.865 4.891 32.58 0.179 0.085 -0.341
O 12.44 15.399 22.9 0.058 0.258 0.124
O 25.146 11.999 22.871 -0.057 -0.014 0.357
O 10.674 8.602 25.072 -0.421 0.774 -0.043
O 20.774 6.245 23.268 -0.286 0.128 0.254
O 18.778 2.446 29.491 -0.153 -0.226 -0.657
O 8.673 8.042 26.534 -0.13 0.089 -0.247
O 18.862 7.458 32.533 0.054 0.157 -0.459
O 21.884 8.172 22.063 -0.092 -0.094 0.065
O 14.348 9.33 24.835 0.167 0.251 -0.528
O 2.337 5.189 30.211 -0.219 0.427 -0.144
O 14.746 11.123 31.682 -0.051 -0.312 -0.005
O 9.585 0.561 31.95 -0.145 0.225 -0.285
O 52.761 1.471 32.037 -0.265 0.026 0.02
O 5.085 10.792 25.959 0.47 0.037 -0.422
O 18.933 -0.115 22.164 -0.043 0.012 0.269
O 34.289 3.591 31.789 0.59 -0.395 0.038
O 13.595 5.263 22.293 -0.245 -0.031 0.416
O 12.086 4.065 26.193 0.535 0.099 -0.532
O 43.742 8.764 28.773 -0.207 -0.346 0.217
O 17.681 9.117 23.511 -0.104 -0.144 0.191
O 22.902 1.26 24.806 -0.463 -0.065 -0.419
O 16.439 3.663 29.123 -0.369 -0.208 0.212
O 9.955 4.171 30.065 -0.249 -0.367 0.14
O 16.778 12.55 24.759 0.405 -0.227 -0.125
O 4.933 4.888 29.834 0.082 -0.225 -0.728
O 22.558 15.329 26.177 -0.127 -0.458 -0.174
O 31.882 1.158 26.716 -0.322 -0.155 -0.358
O 5.283 13.385 25.263 0.132 0.357 0.136
O 44.69 13.754 29.218 -0.481 -0.146 0.176
O 32.31 3.592 30.207 -0.124 0.149 0.313
O 9.522 5.242 32.397 -0.182 -0.148 -0.055
O 15.667 0.864 25.744 -0.19 0.069 0.654
O 18.281 4.078 22.997 0.182 0.42 0.163
O 48.642 10.545 29.762 -0.111 -0.367 -0.593
O 28.948 15.182 27.766 0.358 -0.103 -0.165
O 19.657 5.386 27.485 -0.514 0.236 -0.231
O 18.513 5.057 29.865 -0.096 0.38 0.354
O 21.582 15.632 32.474 -0.155 0.063 -0.166
O 16.203 12.758 30.321 0 -0.002 0.296
O 23.373 3.386 28.555 -0.037 0.418 -0.351
O 54.527 1.767 29.979 0.319 0.13 0.013
O 48.068 4.085 29.933 -0.222 0.336 0.145
O 20.487 12.999 22.745 -0.488 0.228 0.018
O 11.137 0.395 29.922 -0.258 -0.043 -0.186
O 6.874 10.455 30.566 0.207 0.657 0.115
O 9.72 4.11 27.322 -0.352 -0.532 -0.018
O 11.823 9.845 29.298 0.395 -0.148 0.488
O 7.901 7.3 32.928 0.139 0.091 -0.375
O 16.004 10.292 29.478 -0.298 0.075 -0.452
O 10.57 12.662 25.817 -0.125 0.494 -0.151
O 13.583 9.276 27.384 0.023 -0.322 0.252
O 8.769 0.356 26.367 0.064 -0.009 -0.294
O 25.956 4.596 26.924 -0.5 -0.157 0.419
O 24.125 7.231 27.153 -0.172 -0.321 0.072
O 43.3 10.428 32.743 -0.167 0.165 -0.283
O 36.632 4.019 23.856 -0.075 0.285 0.166
O 31.438 14.878 24.2 -0.002 0.062 0.454
O 40.648 5.427 22.207 0.05 0.035 0.468
O 33.809 10.439 25.668 0 -0.034 0.424
O 27.944 3.933 31.609 -0.275 -0.11 -0.066
O 35.347 11.096 21.89 -0.054 0.053 0.136
O 23.274 13.813 31.602 -0.033 0.018 -0.258
O 23.173 6.505 24.596 0.339 -0.14 -0.047
O 25.365 15.388 30.606 -0.292 -0.169 0.056
O 18.132 14.123 29.207 0.275 0.258 0.257
O 39.064 3.534 23.073 0.241 0.059 0.396
O 29.973 10.97 21.985 0.106 -0.055 0.227
O 33.46 14.304 31.653 -0.299 0.286 -0.504
O 26.709 13.213 27.707 0.291 0.018 0.045
O 22.618 1.236 27.403 0.27 -0.057 0.167
O 24.584 10.877 25.131 -0.5 0.007 0.59
O 30.742 6.897 31.998 0.257 0.072 -0.428
O 24.22 2.193 32.732 -0.074 0.146 -0.132
O 36.566 1.494 31.931 -0.466 0.133 -0.196
O 40.653 0.049 22.259 -0.135 0.115 0.343
O 49.969 7.939 24.785 0.206 -0.338 0.4
O 26.911 10.315 32.799 -0.022 -0.056 -0.5
O 24.523 3.407 25.046 -0.562 0.464 0.159
O 29.525 13.112 32.726 -0.007 -0.077 -0.221
O 17.637 1.973 24.478 -0.285 -0.114 -0.548
O 29.986 2.855 25.588 -0.116 -0.54 -0.224
O 40.565 7.842 25.432 -0.263 -0.06 -0.269
O 39.281 12.383 23.797 -0.087 -0.082 -0.104
O 24.971 11.93 32.132 0.01 -0.13 -0.058
O 32.156 6.001 25.15 -0.74 -0.379 0.034
O 32.602 3.522 25.761 0.319 -0.342 -0.338
O 35.235 9.846 29.583 0.195 0.162 -0.165
O 28.484 6.383 30.759 -0.649 0.361 0.137
O 28.748 8.67 31.95 0.114 0.221 -0.233
O 31.383 8.579 24.994 -0.133 0.097 -0.326
O 23.543 15.057 28.648 -0.427 -0.232 0.242
O 49.23 3.495 25.837 0.658 -0.192 -0.05
O 26.162 7.438 22.726 0.329 0.641 0.02
O 26.545 10.432 26.834 -0.058 0.13 -0.073
O 34.216 11.887 30.856 0.209 0.116 0.217
O 25.782 -0.191 28.13 0.37 -0.389 -0.132
O 30.412 1.729 29.741 -0.791 0.104 -0.215
O 36.628 5.049 32.821 -0.094 -0.438 0.262
O 33.312 12.409 27.318 0.141 -0.337 0.299
O 38.745 14.801 23.038 -0.008 0.239 0.449
O 33.904 9.405 31.85 -0.182 -0.014 -0.114
O 20.656 11.384 31.67 -0.108 0.323 -0.461
O 24.74 14.096 26.339 -0.237 0.199 -0.215
O 18.54 9.433 29.167 0.084 0.385 -0.127
O 22.216 3.626 31.794 -0.424 -0.317 -0.214
O 29.635 2.174 32.657 -0.141 0.078 -0.113
O 20.468 0.545 26.046 -0.091 -0.01 -0.514
O 32.585 2.695 22.207 -0.179 0.181 0.486
O 27.174 3.183 25.136 -0.111 -0.703 0.13
O 22.447 9.473 32.002 -0.178 -0.22 -0.382
O 53.563 1.546 22.954 0.31 -0.351 0.414
O 26.948 10.179 24.236 -0.132 0.066 -0.505
O 36.176 5.672 27.706 -0.056 -0.109 -0.052
O 35.295 13.066 32.967 0.198 0.162 -0.183
O 32.358 0.131 29.154 0.24 -0.086 0.09
O 44.821 12.082 27.183 0.531 -0.373 -0.048
O 21.375 1.992 29.614 0.193 0.176 0.566
O 38.074 13.313 27.816 -0.18 0.332 0.431
O 56.806 1.095 30.744 -0.224 0.353 0.472
O 27.152 13.567 22.152 0.122 0.12 0.272
O 20.974 3.183 27.31 -0.207 -0.244 0.013
O 35.96 9.571 24.627 0.437 -0.376 -0.317
O 21.214 10.942 26.292 0.293 0.103 -0.183
O 28.526 4.946 26.373 0.538 0.256 -0.029
O 26.882 6.851 27.467 0.232 0.548 -0.035
O 30.816 0.887 23.15 0.033 0.382 0.527
O 22.992 11.491 30.405 -0.112 0.119 -0.373
O 31.483 0.466 31.74 0.448 -0.388 -0.059
O 28.776 8.92 22.908 0.2 -0.732 -0.004
O 33.166 15.05 27.037 -0.135 -0.125 -0.259
O 37.189 1.688 22.799 0.034 -0.265 0.381
O 31.71 12.778 22.68 -0.058 -0.084 0.089
O 36.187 2.626 27.043 -0.565 0.335 -0.234
O 34.378 0.867 27.62 0.327 -0.247 -0.236
O 39.826 9.929 22.975 0.053 -0.285 0.603
O 27.226 14.99 25.791 -0.006 -0.028 -0.572
O 41.876 14.965 30.158 0 -0.258 0.118
O 30.162 15.315 30.036 0.158 -0.308 0.24
O 28.289 9.208 28.389 -0.097 -0.298 -0.229
O 43.761 14.661 32.087 -0.312 -0.293 -0.316
O 31.088 3.411 27.868 -0.235 0.298 -0.178
O 36.316 9.287 27.242 -0.178 -0.26 -0.139
O 32.418 5.046 32.808 -0.054 -0.025 -0.331
O 29.094 15.202 22.968 0.117 -0.097 0.468
O 41.691 11.801 22.891 -0.094 -0.241 0.418
O 27.644 7.682 24.849 0.41 -0.302 0.476
O 36.138 6.477 23.167 -0.087 0.226 0.364
O 47.915 7.492 23.084 -0.095 0.213 -0.001
O 26.056 5.558 24.525 0.099 -0.05 0.051
O 35.269 7.461 32.904 -0.099 0.066 -0.267
O 37.978 8.188 22.241 -0.078 -0.044 0.27
O 27.642 4.724 28.946 -0.014 -0.139 0.097
O 21.123 4.887 29.634 0.037 -0.302 -0.237
O 31.108 11.182 31.838 0.016 -0.475 -0.029
O 26.422 0.935 32.004 0.44 0.446 -0.465
O 49.361 15.167 27.107 -0.162 -0.073 -0.21
O 0.991 0.538 25.044 0.259 -0.078 0.016
O 35.353 -0.019 22.071 0.134 0.105 0.294
O -2.891 7.905 27.292 0.063 0.436 0.431
O 30.065 5.729 22.094 -0.131 0.163 0.332
O 29.178 9.794 25.435 -0.198 0.424 0.122
O -3.399 15.242 23.437 0.037 0.314 -0.096
O 33.869 7.902 24.796 0.233 -0.348 0.362
O 33.673 9.751 23.11 -0.388 0.002 0.167
O 33.712 14.491 22.934 0.376 0.087 0.341
O 48.813 0.511 29.115 0.332 -0.115 0.285
O 49.854 14.544 31.705 -0.101 0.513 -0.218
O 23.285 5.754 30.88 -0.013 0.373 -0.117
O 38.052 2.226 25.156 0.36 -0.274 -0.048
O 33.08 12.875 24.846 0.245 0.071 -0.061
O 13.11 7.648 29.467 0.48 -0.313 -0.23
O 25.079 8.078 25.003 0.133 0.58 -0.049
O 25.121 3.821 30.328 0.492 -0.153 0.309
O 25.734 5.841 31.844 0.594 -0.077 -0.185
O 6.022 0.337 26.226 -0.125 -0.249 -0.484
O 34.343 4.627 22.672 -0.215 0.367 0.034
O 29.533 -0.113 25.328 0.035 0.161 0.255
O 21.424 5.047 25.54 0.458 0.022 0.357
O 29.944 4.343 30.029 0.292 0.293 0.021
O 25.305 1.601 23.406 0.215 -0.006 0.418
O 37.944 -0.497 32.861 0.061 -0.269 -0.619
O 31.939 12.814 29.993 -0.555 0.232 -0.328
O 27.791 -0.103 30.001 0.204 0.424 -0.298
O 11.242 0.324 27.376 -0.092 -0.204 0.148
O 15.681 15.207 29.508 0.16 0.203 -0.525
O 36.901 12.915 22.91 -0.54 -0.112 0.213
O 34.222 13.959 29.183 0.413 0.531 0.246
O 1.304 13.638 31.871 -0.21 -0.092 -0.081
O 25.905 2.391 28.217 0.368 0.311 -0.048
O 54.853 10.649 29.84 -0.366 0.067 -0.826
O 24.204 7.707 32.824 -0.053 0.261 -0.131
O 30.106 10.856 29.382 -0.446 0.182 -0.044
O 26.601 12.55 25.241 0.409 0.089 -0.466
O 30.21 8.213 29.843 0.349 -0.32 -0.419
O 32.075 7.291 22.841 0.504 0.21 -0.082
O 12.789 7.244 24.397 -0.183 -0.267 -0.076
O 43.324 0.043 25.327 -0.178 -0.593 -0.129
O 52.787 3.949 23.539 -0.093 0.095 -0.396
O 47.898 15.062 24.068 0.239 0.351 0.389
O 57.134 5.371 22.411 0.105 -0.149 0.239
O 49.923 10.477 25.749 0.303 -0.098 0.452
O 43.99 3.872 32.14 -0.2 -0.275 -0.163
O 51.643 11.233 22.02 0.119 -0.209 0.609
O 39.845 14.21 32.082 -0.043 0.193 -0.541
O 38.716 1.979 30.327 0.564 0.227 0.525
O 52.211 5.894 27.882 0.098 -0.315 0.321
O 37.098 7.967 29.355 -0.096 0.009 0.218
O 55.341 3.536 23.163 0.468 0.04 0.354
O 46.192 10.985 21.999 -0.036 -0.164 0.404
O 22.452 8.725 25.703 0.109 0.152 -0.232
O 21.111 9.64 29.794 0.226 0.015 -0.055
O 38.589 1.85 27.663 -0.154 -0.115 -0.289
O 40.858 10.854 25.169 -0.187 -0.616 0.024
O 46.908 6.829 31.932 0.197 -0.083 -0.469
O 40.648 2.254 32.927 -0.167 0.176 -0.373
O 47.432 10.944 26.087 -0.246 0.368 0.135
O 56.901 -0.003 22.267 0.119 -0.075 0.555
O 53.171 5.853 32.177 -0.009 0.172 -0.325
O 45.105 8.747 31.91 -0.026 0.396 -0.514
O 43.457 2.441 28.369 0.25 -0.303 -0.119
O 45.83 13.157 32.795 -0.024 0.094 -0.452
O 7.403 5.652 30.377 0.081 -0.008 0.239
O 36.906 11.569 26.149 0.113 -0.044 0.068
O 30.732 9.12 27.468 0.395 -0.472 0.158
O 54.176 12.078 24.043 -0.072 -0.307 -0.524
O 7.18 0.89 28.485 0.504 0.125 0.544
O 48.493 5.825 24.99 -0.371 -0.421 -0.292
O 51.138 5.242 25.205 0.288 0.002 0.407
O 51.335 10.044 29.687 0.342 0.384 -0.046
O 44.395 6.316 31.343 -0.16 -0.025 0.218
O 34.688 5.167 25.118 0.194 0.026 0.369
O 4.33 9.783 30.225 -0.07 0.506 0.037
O 40.601 14.314 27.869 0.28 0.071 -0.53
O 39.847 12.881 29.844 0.099 -0.106 -0.227
O 47.305 11.274 31.836 0.009 -0.477 -0.067
O 42.057 7.297 23.261 -0.091 0.04 -0.023
O 42.325 10.323 27.261 0.033 -0.413 -0.508
O 49.89 9.537 31.856 -0.481 -0.126 -0.133
O 42.117 0.167 28.018 0.207 -0.367 -0.413
O 46.641 1.893 29.594 -0.58 -0.013 -0.05
O 49.206 12.487 27.391 -0.129 -0.177 0.477
O 0.154 3.938 29.626 -0.4 -0.099 0.307
O 55.255 14.476 23.203 0.307 0.152 0.453
O 48.199 1.201 26.574 -0.422 -0.301 -0.374
O 58.08 12.336 32.248 0.162 -0.106 -0.583
O 40.166 11.799 27.475 -0.042 -0.261 0.15
O 43.554 11.344 29.363 -0.144 0.248 0.62
O 38.969 4.062 32.133 0.143 0.268 -0.323
O 45.952 2.257 32.743 0.119 0.144 -0.245
O 40.874 2.36 28.703 -0.022 0.49 0.105
O 48.86 2.774 22.202 -0.177 0.152 0.541
O 57.853 9.671 25.082 -0.244 -0.36 -0.212
O 38.475 9.186 32.216 -0.123 -0.318 0.016
O 44.841 15.734 27.484 0.111 0.094 0.01
O 44.039 11.503 24.706 0.224 0.344 -0.14
O 49.659 5.712 27.299 -0.371 -0.125 0.218
O 51.617 13.261 33.067 0.086 0.064 -0.003
O 38.162 4.32 26.649 0.234 0.217 -0.509
O 46.141 9.253 27.636 0.394 0.371 0.615
O 36.375 1.361 29.356 0.055 -0.632 0.086
O 1.618 10.282 25.842 0.003 0.03 0.334
O 34.639 7.616 28.418 -0.728 0.317 0.136
O 43.5 13.601 22.163 0.061 -0.077 0.398
O 46.74 2.978 25.057 0.261 0.036 -0.237
O 52.058 9.506 24.728 0.257 0.013 -0.49
O 44.945 3.645 23.144 -0.453 -0.525 0.221
O 44.961 6.986 27.202 0.191 -0.123 -0.026
O 43.522 4.82 27.427 -0.65 0.016 -0.252
O 47.062 0.995 23.007 -0.424 0.237 0.107
O 39.289 11.656 32.039 0.199 -0.07 0.804
O 4.912 1.266 29.958 0.267 -0.338 0.381
O 44.215 9.53 22.855 -0.499 -0.48 -0.008
O 18.034 1.164 26.924 -0.068 0.256 0.375
O 51.614 -0.071 22.162 0.067 -0.117 0.346
O 47.817 12.871 22.682 -0.19 0.086 0.114
O 50.069 14.245 22.905 0.39 -0.029 0.31
O 50.707 1.098 27.358 0.44 -0.15 -0.32
O 56.153 10.081 23.176 -0.016 0.245 -0.05
O 44.517 14.035 25.466 0.269 0.036 -0.114
O 10.426 6.178 25.918 -0.098 0.023 -0.093
O 46.582 15.588 29.492 0.228 -0.344 -0.212
O 47.625 8.268 25.672 0.08 -0.177 0.258
O -1.779 3.753 27.882 0.159 -0.636 0.035
O 47.232 3.46 27.534 -0.264 0.528 -0.078
O 52.469 9.392 27.404 -0.055 0.543 0.012
O 48.644 5.098 32.813 0.136 0.027 -0.062
O 45.51 15.193 22.863 -0.088 0.001 0.235
O 58.159 11.783 23.399 0.133 0.065 0.454
O 42.879 9.072 24.965 -0.213 0.069 0.487
O 52.455 6.51 23.189 -0.059 0.263 0.274
O 48.148 13.136 30.195 -0.277 0.371 -0.39
O 42.875 6.541 25.615 -0.303 -0.15 -0.083
O 51.463 7.698 32.849 -0.179 0.128 -0.45
O 54.33 8.263 22.412 0.012 -0.088 0.309
O 58.357 9.213 27.758 -0.287 -0.479 0.146
O 36.9 3.747 30.558 -0.338 0.292 -0.355
O 3.926 9.117 27.723 -0.132 -0.088 0.143
O 42.378 0.556 31.933 0.018 0.149 -0.426
O 38.359 9.404 25.554 0.143 0.139 -0.312
O 45.406 4.123 29.228 0.017 0.404 0.055
O 39.679 8.907 27.699 0.269 0.202 -0.04
O 7.308 14.801 27.542 0.054 -0.092 0.07
O 46.262 5.62 22.195 -0.129 -0.105 0.488
O 45.479 9.42 25.111 0.047 -0.311 -0.142
O 25.208 6.309 29.322 0.191 0.053 -0.095
O 50.339 12.032 31.022 0.6 -0.139 0.372
O 49.876 9.878 23.161 -0.343 0.02 0.188
O 55.416 3.277 27.412 0.091 0.514 0.151
O 42.935 4.583 29.905 -0.615 -0.04 -0.183
O 49.046 12.81 24.9 0.443 -0.11 0.012
O 37.943 6.249 31.14 0.042 0.227 0.26
O 54.116 2.471 25.287 0.206 -0.436 0.214
O 16.475 8.016 28.35 -0.331 -0.04 0.054
O 37.638 13.888 25.258 -0.136 0.462 -0.028
O 41.376 9.795 29.598 0.072 0.29 0.411
O 35.588 13.752 26.943 -0.069 0.448 0.078
O 42.011 5.661 32.084 -0.382 -0.13 -0.508
O 53.322 14.357 25.017 -0.202 0.587 -0.11
O 50.457 4.803 22.811 -0.064 0.572 0.243
O 45.909 -0.044 25.179 0.071 0.276 0.183
O 39.787 0.011 29.19 -0.359 -0.295 0.432
O 38.253 6.961 26.419 -0.013 0.098 -0.141
O 9.761 1.945 22.864 -0.221 0.04 0.185
O 54.304 -0.43 32.921 -0.146 -0.117 -0.248
O 9.408 6.299 28.769 0.202 0.296 -0.056
O 44.144 -0.114 30.03 0.169 0.471 -0.12
O 45.084 5.052 25.371 0.18 0.217 -0.118
O 38.595 5.856 28.706 0.237 -0.587 -0.018
O 52.959 13.547 22.452 -0.175 0.511 0.06
O 50.444 13.966 29.18 0.301 0.431 0.06
O 0.788 14.722 28.276 -0.101 -0.064 -0.591
O 1.948 9.064 29.525 -0.127 -0.254 -0.218
O 22.547 4.326 23.174 0.079 -0.678 0.159
O 40.461 7.577 32.937 -0.037 -0.238 -0.529
O 46.175 11.574 29.412 0.052 -0.218 -0.261
O 32.559 10.238 29.82 -0.262 -0.389 -0.51
O 17.38 14.201 22.842 0.351 -0.382 0.061
O 44.161 2.531 25.258 0.003 -0.082 0.251
O 10.849 1.709 25.191 0.289 0.155 0.187
O 0.736 4.879 27.318 0.354 0.161 0.189
O 39.667 7.862 30.033 0.335 -0.26 0.328
O 27.436 14.819 32.2 -0.229 -0.264 -0.037
O 27.743 1.007 26.875 0.421 0.704 0.133
O 50.317 5.575 29.824 -0.098 0.213 0.292
O 53.665 14.706 27.656 -0.434 0.422 0.072
O -0.581 12.694 29.487 -0.063 0.514 -0.062
O 34.479 3.01 29.073 -0.013 0.171 -0.257
O 25.181 12.953 29.812 -0.364 0.305 -0.205
O 45.906 7.605 29.637 0.326 -0.052 -0.043
O 13.942 11.882 29.251 -0.045 -0.49 -0.443
O 42.388 12.725 26.293 -0.257 0.651 -0.144
O 41.857 2.02 26.204 -0.299 0.394 -0.151
O 21.055 13.333 25.229 -0.214 0.399 0.126
O 22.558 12.991 27.349 0.134 -0.258 0.226
O 33.529 5.434 27.37 -0.465 -0.043 0.352
O 41.706 12.33 31.871 0.145 0.204 -0.208

Results
total energy: -406620.717 eV
total energy less fixed offsets of O -438.35, Si -107.03 eV per atom: -7.917 eV
